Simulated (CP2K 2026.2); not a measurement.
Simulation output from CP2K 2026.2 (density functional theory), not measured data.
Periodic cell of 2016 atoms, Si1440O576, from a study of silicon, its oxide and their interface. The atomic structure is a simulated model.
Doubt: the forces sum to 5.67 eV/angstrom along one axis rather than to zero, so they err by at least 0.0028 eV/angstrom per atom on average; the grid cutoff is modest.

Settings
functional: PBE
method: Gaussian and plane waves
basis set: DZVP-MOLOPT-SR-GTH
pseudopotentials: GTH-PBE
grid cutoff: 300 Ry, relative cutoff 40 Ry
k points: Gamma only
occupations: fixed
spin: none
net charge: 0

Cell vectors (angstrom)
a 65.28 0 0
b 0 16.32 0
c -0.0469 0.2129 33.2644

Atoms and the computed forces on them: element, x, y, z (angstrom), force x, y, z (eV/angstrom)
Si 1.106 -1.115 0.084 0.154 -0.129 0.721
Si 3.922 1.568 0.06 0.11 -0.095 0.759
Si 1.749 3.824 -0.182 -0.229 0.193 0.725
Si 4.821 6.349 -0.062 -0.291 0.107 0.766
Si 1.742 -6.732 -0.061 -0.239 -0.177 0.668
Si 4.318 -4.288 0.412 -0.201 0.196 0.633
Si 6.925 -1.86 0.011 -0.136 0.346 0.648
Si 8.907 1.822 -0.121 0.159 -0.197 0.757
Si 6.827 4.064 0.416 -0.014 -0.004 0.591
Si 9.867 6.4 0.043 -0.196 0.216 0.783
Si 6.644 9.836 0.114 0.336 -0.351 0.548
Si 9.331 12.431 0.124 0.158 -0.044 0.636
Si 12.467 -1.508 -0.113 -0.305 0.279 0.657
Si 15.226 1.156 -0.108 -0.129 0.236 0.739
Si 12.06 4.157 0.051 0.169 -0.182 0.761
Si 14.718 6.86 0.288 0.224 -0.041 0.714
Si 12.512 9.108 0.083 -0.118 0.248 0.707
Si 14.703 12.489 -0.221 0.364 -0.374 0.619
Si 17.348 -1.155 0.148 0.132 0.053 0.697
Si 20.224 1.615 0.101 0.144 -0.182 0.753
Si 18.121 3.932 0.116 -0.22 0.089 0.724
Si 20.388 7.105 0.359 0.037 -0.224 0.726
Si 18.107 9.265 0.299 -0.196 0.063 0.717
Si 20.604 11.896 0.321 -0.027 0.282 0.742
Si 23.404 -1.631 0.263 -0.085 0.048 0.757
Si 25.485 1.578 0.089 0.406 -0.298 0.633
Si 23.314 3.917 0.292 -0.226 0.274 0.762
Si 26.111 6.712 -0.045 -0.413 0.256 0.641
Si 22.813 9.694 0.331 0.33 -0.042 0.708
Si 25.671 12.589 0.227 0.017 -0.214 0.703
Si 28.783 -1.599 0.075 -0.171 0.196 0.758
Si 31.218 1.349 0.115 0.037 0.037 0.766
Si 28.245 4.346 0.039 0.345 -0.289 0.707
Si 30.955 7.148 0.149 0.018 -0.176 0.719
Si 28.728 9.33 0.088 -0.072 0.211 0.716
Si 31.101 -3.733 0.136 0.072 -0.228 0.686
Si 34.216 -1.56 -0.087 -0.345 0.307 0.759
Si 36.433 1.575 0.255 0.106 -0.234 0.738
Si 34.174 3.764 0.186 -0.161 0.237 0.703
Si 36.231 7.241 0.05 0.129 -0.26 0.728
Si 33.889 -6.976 0.071 -0.059 0.3 0.642
Si 36.386 -3.847 0.027 0.231 -0.199 0.718
Si 39.54 -1.385 0.234 -0.298 0.132 0.638
Si 42.593 0.835 -0.024 -0.127 0.172 0.828
Si 39.105 3.868 -0.193 0.226 0.218 0.704
Si -23.689 7.049 -0.178 0.28 -0.284 0.692
Si 39.394 -6.996 0.137 -0.086 0.267 0.692
Si -23.491 -3.625 0.152 0.25 -0.366 0.699
Si -20.502 -1.352 0.307 0.026 0.013 0.476
Si -18.003 1.489 -0.041 0.297 -0.178 0.702
Si -20.197 3.728 0.058 -0.137 0.174 0.765
Si -17.142 6.231 -0.203 -0.154 0.107 0.797
Si -20.691 -6.892 -0.45 -0.139 0.265 0.704
Si -18.36 12.779 -0.257 0.174 -0.121 0.691
Si -14.766 -1.433 0.045 -0.2 0.025 0.699
Si -12.77 1.84 -0.038 0.138 -0.049 0.649
Si -14.982 4.035 0.282 -0.031 0.007 0.42
Si -12.486 6.737 -0.055 0.223 0.036 0.573
Si -14.605 9.055 -0.371 -0.116 0.279 0.645
Si -12.525 -3.668 -0.283 0.274 -0.274 0.672
Si -8.973 -1.369 -0.151 -0.391 0.032 0.556
Si -6.927 1.563 -0.067 0.178 -0.053 0.734
Si -9.168 3.799 -0.164 -0.17 0.169 0.724
Si -6.238 6.541 -0.051 -0.276 0.036 0.801
Si -9.464 -6.761 0.018 0.18 -0.201 0.734
Si -6.88 -3.733 -0.005 0.048 -0.263 0.643
Si -3.814 -1.602 0.04 -0.134 0.155 0.681
Si -1.159 1.032 0.153 -0.009 0.236 0.68
Si -4.071 4.276 -0.136 0.129 -0.176 0.705
Si -1.548 7.081 -0.176 0.298 -0.173 0.69
Si -3.716 -6.993 0.145 -0.151 0.045 0.748
Si -1.578 -3.817 -0.048 0.23 -0.19 0.744
Si 2.772 -0.024 1.332 -0.003 -0.01 -0.078
Si 5.387 2.662 1.53 -0.019 -0.02 -0.032
Si 2.922 5.421 1.116 0.017 0.018 -0.043
Si 5.671 8.054 1.338 -0.029 0.029 -0.015
Si 2.786 -5.509 1.585 -0.019 -0.003 -0.005
Si 5.548 -2.787 1.641 0.062 0.028 -0.011
Si 7.988 0.003 1.13 0.023 -0.039 -0.041
Si 10.735 2.653 1.244 -0.012 -0.011 -0.062
Si 8.307 5.428 1.526 0.007 0.036 -0.05
Si 10.891 8.051 1.387 0.007 -0.019 -0.08
Si 8.226 10.884 1.466 0.015 0.005 -0.056
Si 10.903 -2.63 1.284 0.012 -0.009 -0.046
Si 13.607 0.048 1.238 0.016 0.002 -0.046
Si 16.384 2.747 1.238 0.032 -0.013 -0.043
Si 13.543 5.301 1.518 -0.025 -0.021 -0.037
Si 16.393 8.09 1.441 -0.005 -0.028 -0.089
Si 13.653 10.849 1.184 -0.005 -0.01 -0.027
Si 16.194 -2.759 1.357 -0.014 -0.014 -0.038
Si 19.029 0.002 1.341 -0.008 0.026 -0.057
Si 21.738 2.722 1.524 -0.02 -0.001 -0.044
Si 19.155 5.47 1.533 -0.001 0.025 -0.058
Si 21.789 8.228 1.79 -0.007 0.009 -0.047
Si 19.048 10.862 1.675 0.017 0.008 -0.067
Si 21.758 -2.75 1.476 0.02 -0.021 -0.065
Si 24.512 -0.017 1.522 -0.002 -0.006 -0.057
Si 27.166 2.701 1.321 0.007 0.013 -0.024
Si 24.493 5.603 1.375 0.036 0.018 -0.044
Si 27.207 8.183 1.431 -0.001 0.007 -0.051
Si 24.524 10.89 1.4 -0.014 0.013 -0.056
Si 27.217 -2.613 1.528 0.012 0.005 -0.05
Si 29.81 0.044 1.422 0.022 -0.032 -0.08
Si 32.604 2.646 1.479 -0.032 0.032 -0.07
Si 29.854 5.459 1.356 0.008 -0.002 -0.045
Si 32.497 -8.116 1.533 0.009 -0.005 -0.041
Si 29.911 -5.383 1.345 0.01 0.005 -0.036
Si 32.627 -2.554 1.392 0.04 0.006 -0.036
Si 35.258 -0.047 1.398 -0.009 -0.022 -0.042
Si 38.009 2.717 1.491 -0.009 -0.003 -0.051
Si 35.247 5.504 1.34 0.022 0.005 -0.031
Si 37.87 -8.143 1.446 -0.01 -0.004 -0.01
Si 35.185 -5.405 1.309 -0.015 -0.017 -0.049
Si 37.956 -2.695 1.365 0.002 -0.001 -0.036
Si 40.846 0.076 1.432 0.024 0.046 -0.048
Si -21.788 2.584 1.313 -0.005 0.005 -0.06
Si -24.738 5.348 1.074 -0.014 -0.038 -0.07
Si -21.943 -8.208 1.065 -0.013 0.001 -0.046
Si -24.611 -5.38 1.292 -0.009 0.015 -0.072
Si -21.868 -2.733 1.534 -0.01 0.019 -0.016
Si -19.057 0.02 1.449 -0.008 0.018 -0.038
Si -16.421 2.591 1.349 -0.07 0.005 -0.032
Si -18.972 5.394 1.134 0.004 0.023 -0.049
Si -16.248 8.051 1.046 0.006 0.005 -0.037
Si -19.322 10.938 0.937 0.005 -0.033 -0.063
Si -16.497 -2.686 1.077 0.017 -0.016 -0.06
Si -13.616 0.112 1.347 0.018 -0.013 -0.055
Si -10.901 2.779 1.145 0.022 -0.02 -0.048
Si -13.63 5.46 1.504 -0.003 0.013 -0.014
Si -10.848 -8.289 1.138 -0.039 0.015 -0.038
Si -13.59 -5.467 0.917 0.003 -0.027 -0.021
Si -10.805 -2.561 0.966 0.057 -0.007 -0.016
Si -8.015 0.071 1.39 0.004 -0.008 -0.055
Si -5.298 2.725 1.166 -0.002 0.018 -0.042
Si -8.001 5.42 1.109 0.038 -0.004 -0.045
Si -5.264 8.109 1.389 0.004 -0.012 -0.056
Si -8.013 -5.409 1.247 -0.014 0.005 -0.012
Si -5.366 -2.68 1.41 0.001 -0.007 -0.021
Si -2.667 -0.114 1.458 -0.013 -0.022 -0.028
Si 0.096 2.743 1.189 0.018 -0.014 -0.051
Si -2.577 5.473 1.228 -0.014 0.027 -0.065
Si 0.164 8.19 1.071 0.019 0.007 -0.057
Si -2.57 -5.406 1.371 -0.033 0.018 -0.016
Si 0.009 -2.745 1.344 -0.005 -0.018 -0.07
Si 1.404 1.38 2.661 -0.002 0.003 0.023
Si 4.07 4.122 2.748 -0.029 0.008 0.024
Si 1.498 6.792 2.476 -0.002 0.006 0.005
Si 4.232 9.383 2.746 0.039 0.027 0.006
Si 1.367 -4.08 2.746 -0.01 0.009 0.017
Si 4.105 -1.353 2.761 -0.034 0.037 0.015
Si 6.766 1.241 2.741 0.038 0.009 0.014
Si 9.588 3.994 2.813 0.003 -0.012 0.044
Si 6.962 6.82 2.825 -0.014 -0.001 0.023
Si 9.572 9.46 2.735 0.028 -0.002 0.024
Si 6.901 12.169 2.919 0.013 -0.024 0.042
Si 9.477 -1.276 2.584 -0.034 0.018 0.006
Si 12.178 1.335 2.599 0.016 0.022 0.012
Si 15.01 3.983 2.733 0.033 0.001 -0.004
Si 12.213 6.722 2.825 -0.012 0.013 0.029
Si 15.003 9.543 2.685 -0.048 0 -0.004
Si 12.261 12.224 2.595 0.027 0.004 -0.004
Si 14.871 -1.36 2.705 0.021 0.025 0.031
Si 17.68 1.379 2.707 -0.015 0.015 0.055
Si 20.455 4.103 2.9 0.008 0.002 0.032
Si 17.679 6.736 2.852 0.021 -0.003 0.027
Si 20.37 9.537 3.069 -0.009 -0.01 0.037
Si 17.596 12.289 2.785 -0.015 0.007 0.02
Si 20.377 -1.345 2.745 0.005 0.013 -0.003
Si 23.099 1.332 2.835 0.002 0.001 0.025
Si 25.834 4.13 2.71 0 0.001 0.051
Si 23.2 6.808 2.914 -0.003 -0.034 0.025
Si 25.849 9.535 2.783 -0.004 0.034 0
Si 23.138 12.215 2.829 0.004 -0.031 0.038
Si 25.896 -1.28 2.906 -0.03 -0.009 0.021
Si 28.478 1.394 2.771 -0.009 0.023 0.004
Si 31.221 4.09 2.72 0.003 0.017 0.024
Si 28.535 6.795 2.795 0.008 -0.011 0.024
Si 31.202 -6.694 2.825 -0.002 0.017 0.023
Si 28.552 -4.078 2.779 0.006 -0.008 0.011
Si 31.247 -1.258 2.775 -0.011 -0.003 0.04
Si 33.946 1.302 2.82 -0.002 -0.012 0.028
Si 36.638 4.163 2.737 0 0.006 0.025
Si 33.886 6.784 2.777 -0.002 -0.017 0.022
Si 36.55 -6.728 2.743 0.016 0.049 0.034
Si 33.918 -4.015 2.729 -0.036 -0.02 0.024
Si 36.654 -1.344 2.762 0.028 0.015 0.031
Si 39.449 1.405 2.763 -0.034 -0.04 0.039
Si -23.254 4.052 2.483 -0.015 0.01 0.008
Si -25.989 6.708 2.622 0.018 -0.029 0.002
Si -23.201 -6.812 2.551 0.017 0.011 -0.011
Si -25.97 -4.08 2.709 -0.015 -0.021 0.036
Si -23.218 -1.344 2.839 0.008 0 0.052
Si -20.45 1.351 2.782 0.019 -0.009 0.03
Si -17.748 4.049 2.646 -0.006 -0.025 0.026
Si -20.449 6.794 2.397 0 -0.026 0.022
Si -17.773 9.521 2.25 0.001 0.015 -0.009
Si -20.473 12.121 2.645 0.04 -0.017 0.017
Si -17.665 -1.39 2.661 0.02 0.009 0.008
Si -15.026 1.328 2.728 -0.008 0.01 0.035
Si -12.147 4.094 2.663 -0.007 -0.019 0.038
Si -15.017 6.877 2.688 -0.024 0.005 0.024
Si -12.222 -6.782 2.412 -0.02 -0.019 -0.003
Si -15.051 -4.151 2.333 0.034 0.008 0.008
Si -12.137 -1.301 2.504 0.006 -0.027 0.017
Si -9.56 1.388 2.573 0 0.027 -0.005
Si -6.684 4.074 2.553 -0.013 -0.008 0.043
Si -9.42 6.75 2.499 0.003 -0.021 0.003
Si -6.693 -6.798 2.616 -0.012 -0.006 0.016
Si -9.503 -3.994 2.453 0.016 0.031 0.006
Si -6.683 -1.287 2.744 -0.014 0.011 0.017
Si -4.02 1.377 2.631 -0.038 -0.009 0.006
Si -1.233 4.097 2.576 -0.019 -0.027 0.006
Si -3.911 6.758 2.707 0.006 -0.003 0.042
Si -1.155 -6.807 2.607 0.028 -0.028 0.01
Si -4.014 -4.107 2.707 0 -0.008 0.021
Si -1.305 -1.442 2.799 0.023 -0.004 0.028
Si 0.065 0.003 4.051 0.001 -0.001 -0.011
Si 2.73 2.728 4.078 0.008 -0.015 -0.014
Si 0.127 5.46 3.925 0.022 0.029 -0.001
Si 2.784 8.078 4.023 -0.024 -0.019 -0.008
Si 0.071 -5.47 4.089 -0.036 -0.001 0.011
Si 2.746 -2.728 4.085 0.006 -0.022 0.011
Si 5.44 -0.037 4.155 0.005 0.001 0.022
Si 8.155 2.635 4.083 -0.002 -0.004 -0.012
Si 5.501 5.441 4.082 -0.01 -0.012 -0.011
Si 8.252 8.17 4.187 0.013 -0.002 0.019
Si 5.501 10.784 4.16 0.01 -0.01 0.008
Si 8.253 -2.675 4.095 -0.008 0.013 -0.006
Si 10.854 -0.006 4.021 -0.019 -0.004 -0.009
Si 13.578 2.648 4.032 -0.03 -0.003 0.001
Si 10.899 5.369 4.193 -0.01 0.016 -0.004
Si 13.621 8.162 4.063 0.019 -0.013 -0.017
Si 10.939 10.872 4.03 0.008 0.01 0.005
Si 13.549 -2.747 4.057 -0.002 0.006 -0.011
Si 16.297 -0.008 4.051 -0.001 -0.007 -0.026
Si 19.024 2.71 4.144 -0.024 -0.014 -0.027
Si 16.306 5.366 4.148 0.005 0.003 0.011
Si 18.988 8.107 4.264 0.006 -0.015 0.011
Si 16.287 10.884 4.132 -0.008 -0.022 0.008
Si 19.01 -2.691 4.115 0.012 -0.009 0.02
Si 21.73 -0.024 4.16 -0.006 0.008 0.018
Si 24.483 2.756 4.117 -0.005 0.026 -0.027
Si 21.816 5.445 4.239 -0.012 -0.001 0.008
Si 24.535 8.198 4.214 0.011 0.005 0.002
Si 21.797 10.919 4.274 0.02 0.009 -0.012
Si 24.493 -2.709 4.167 0.003 -0.015 -0.02
Si 27.212 0.075 4.234 0.002 -0.002 0.036
Si 29.876 2.744 4.106 0.005 -0.001 0.002
Si 27.183 5.434 4.146 0 -0.015 -0.008
Si 29.874 -8.125 4.143 -0.007 -0.018 -0.003
Si 27.2 -5.428 4.151 0.011 -0.01 -0.001
Si 29.919 -2.69 4.115 0 0.013 -0.027
Si 32.582 0.019 4.201 0.003 -0.011 0.015
Si 35.314 2.739 4.087 0.017 0.004 -0.011
Si 32.558 5.427 4.132 0.009 -0.017 0.002
Si 35.253 -8.14 4.102 0.006 -0.006 -0.016
Si 32.594 -5.362 4.147 0.007 0.013 -0.007
Si 35.303 -2.706 4.116 -0.018 0.008 -0.018
Si 38.051 0.018 4.077 0.017 -0.013 -0.006
Si -24.503 2.79 4.057 0.03 0.017 -0.014
Si -27.275 5.452 4.113 0.009 -0.002 0.019
Si -24.572 -8.191 3.91 -0.023 0.001 -0.002
Si -27.311 -5.425 4.086 -0.017 0.025 0.012
Si -24.6 -2.743 4.094 0.003 -0.01 0.011
Si -21.803 -0.01 4.124 0.002 0.014 0.008
Si -19.09 2.743 4.058 0.025 -0.008 0.016
Si -21.825 5.435 3.812 0.023 -0.014 0
Si -19.094 8.182 3.761 0.025 0.004 -0.019
Si -21.847 10.802 3.991 -0.038 0.002 0.013
Si -19.082 -2.776 3.946 -0.019 0.022 0.007
Si -16.345 -0.049 4.056 -0.03 0.016 0.013
Si -13.59 2.733 3.969 0.013 0 -0.023
Si -16.372 5.444 3.968 -0.004 0.006 0.003
Si -13.571 -8.072 3.901 0.034 0.006 0.01
Si -16.391 -5.486 3.746 -0.03 -0.002 -0.005
Si -13.616 -2.751 3.731 -0.037 0.016 -0.043
Si -10.852 0.007 3.962 -0.004 0.011 0.019
Si -8.124 2.746 3.903 0.01 -0.003 -0.024
Si -10.78 5.467 3.956 0.003 0.016 0.013
Si -8.115 -8.17 3.896 0.009 -0.013 0.001
Si -10.861 -5.411 3.803 0.004 -0.005 -0.003
Si -8.141 -2.703 3.927 -0.006 -0.043 -0.008
Si -5.345 0.066 4.068 0.011 -0.008 0.02
Si -2.628 2.745 3.952 0.001 0.014 -0.016
Si -5.358 5.415 3.981 -0.009 0.002 -0.004
Si -2.558 8.173 3.99 -0.004 0.008 -0.003
Si -5.372 -5.47 4.025 0.016 0.007 0.016
Si -2.682 -2.774 4.111 -0.002 0.001 0.007
Si 1.332 -1.364 16.332 -0.015 0.011 -0.002
Si 4.085 1.351 16.324 -0.001 0.003 -0.007
Si 1.356 4.077 16.309 -0.001 0.022 -0.003
Si 4.06 6.81 16.349 0 0.009 -0.013
Si 1.363 -6.77 16.316 0.009 -0.002 -0.006
Si 4.075 -4.064 16.39 -0.002 0.012 0.004
Si 6.785 -1.376 16.396 -0.015 0 -0.012
Si 9.479 1.333 16.335 -0.004 0.007 -0.014
Si 6.777 4.075 16.368 0.005 -0.005 -0.009
Si 9.477 6.779 16.359 0.015 -0.006 -0.008
Si 6.756 9.518 16.393 0.012 -0.011 -0.001
Si 9.51 -4.101 16.415 0.002 0.012 0.001
Si 12.238 -1.383 16.345 -0.005 -0.002 -0.006
Si 14.972 1.322 16.319 -0.007 -0.002 -0.014
Si 12.201 4.057 16.301 0.005 0.004 -0.015
Si 14.909 6.803 16.32 0.015 -0.009 -0.018
Si 12.231 9.507 16.391 0.009 -0.009 0.006
Si 14.951 -4.109 16.347 0.002 0.003 0.002
Si 17.687 -1.417 16.319 -0.011 -0.008 -0.009
Si 20.43 1.38 16.316 -0.002 0.009 -0.001
Si 17.688 4.035 16.285 -0.003 0.004 -0.018
Si 20.411 6.781 16.312 -0.003 -0.003 -0.001
Si 17.661 9.466 16.303 0.001 0.001 -0.004
Si 20.4 -4.093 16.317 0.005 -0.001 -0.001
Si 23.153 -1.336 16.322 -0.011 0.009 -0.002
Si 25.854 1.374 16.38 0.013 -0.002 -0.011
Si 23.175 4.085 16.391 0.009 0.002 0.008
Si 25.864 6.805 16.398 -0.008 0.012 -0.009
Si 23.131 9.496 16.319 0.002 0.017 -0.02
Si 25.858 -4.085 16.354 -0.01 -0.002 -0.003
Si 28.58 -1.375 16.405 -0.006 0.013 -0.002
Si 31.3 1.396 16.378 0.001 -0.006 -0.007
Si 28.604 4.108 16.423 0.007 0.006 0.01
Si 31.307 -9.506 16.446 0.004 0.003 0
Si 28.569 -6.826 16.437 -0.014 -0.002 0.006
Si 31.275 -4.056 16.387 -0.013 0.001 0.002
Si 34.02 -1.333 16.378 0.007 -0.008 0.006
Si 36.742 1.389 16.359 -0.003 -0.005 -0.013
Si 34.035 4.097 16.41 0.008 0.007 -0.001
Si 36.763 -9.516 16.345 0.004 -0.009 -0.005
Si 34.033 -6.786 16.427 0.009 -0.009 0.015
Si 36.726 -4.094 16.32 0.002 -0.01 -0.008
Si 39.45 -1.353 16.286 -0.004 -0.011 -0.008
Si -23.099 1.324 16.244 0.015 0.002 -0.002
Si -25.796 4.079 16.345 -0.003 -0.01 0.005
Si -23.105 -9.601 16.274 -0.008 -0.021 0.001
Si -25.832 -6.815 16.294 -0.007 -0.004 -0.012
Si -23.123 -4.106 16.207 -0.009 -0.013 -0.01
Si -20.406 -1.348 16.202 0.001 -0.017 -0.001
Si -17.672 1.351 16.161 0.009 0.005 -0.012
Si -20.407 4.029 16.255 -0.003 -0.005 0.007
Si -17.663 6.743 16.145 -0.017 0 -0.004
Si -20.41 9.491 16.137 0.005 -0.006 -0.023
Si -17.657 -4.085 16.137 -0.009 0.001 -0.005
Si -14.958 -1.36 16.119 0.018 -0.01 0.007
Si -12.194 1.39 16.162 0.019 0.004 -0.007
Si -14.955 4.107 16.172 -0.015 0 0.006
Si -12.263 -9.527 16.138 -0.014 0.013 -0.001
Si -14.996 -6.832 16.083 -0.014 -0.001 -0.005
Si -12.226 -4.04 16.087 0.012 0.001 -0.011
Si -9.494 -1.277 16.176 0.019 0.006 0.002
Si -6.841 1.353 16.219 0.001 -0.02 0.007
Si -9.547 4.045 16.11 -0.017 -0.005 -0.006
Si -6.796 6.78 16.155 0.006 0.023 -0.012
Si -9.565 -6.783 16.085 0.014 -0.01 -0.024
Si -6.817 -4.048 16.176 -0.004 0.011 -0.002
Si -4.097 -1.327 16.198 0.013 0.013 -0.009
Si -1.388 1.371 16.252 -0.014 -0.001 -0.003
Si -4.147 4.11 16.236 -0.021 0.014 0.001
Si -1.356 6.827 16.217 0.019 0.017 -0.01
Si -4.099 9.564 16.196 0.015 0.002 -0.004
Si -1.392 -4.058 16.269 -0.002 0.016 -0.014
Si 2.718 0.002 17.669 0.015 -0.026 0.002
Si 5.441 2.682 17.72 0.009 0.014 0.004
Si 2.729 5.414 17.691 -0.009 -0.006 0.009
Si 5.379 8.167 17.764 -0.013 -0.013 -0.011
Si 2.708 -5.425 17.738 -0.019 -0.016 -0.01
Si 5.421 -2.703 17.793 0.013 0.004 0.015
Si 8.169 -0.029 17.748 0.019 -0.002 -0.008
Si 10.817 2.726 17.649 0.006 0 -0.008
Si 8.103 5.454 17.748 -0.001 0.016 0.014
Si 10.849 8.12 17.712 -0.005 0.002 0.008
Si 8.098 10.882 17.768 -0.014 0.022 0.013
Si 10.893 -2.714 17.746 0.019 -0.01 -0.016
Si 13.648 -0.058 17.68 0.027 -0.003 0.016
Si 16.347 2.68 17.657 0.016 -0.005 0.002
Si 13.548 5.419 17.647 -0.015 0.003 -0.005
Si 16.268 8.153 17.68 -0.016 -0.012 0.02
Si 13.626 10.86 17.75 0.012 -0.003 0.002
Si 16.344 -2.785 17.7 0.01 0.018 0.016
Si 19.046 -0.001 17.605 0.015 -0.008 -0.01
Si 21.817 2.697 17.71 0.004 -0.017 0.018
Si 19.051 5.388 17.617 -0.004 0.016 -0.014
Si 21.775 8.135 17.668 -0.006 -0.002 -0.006
Si 19.055 10.799 17.625 0.007 0.004 -0.034
Si 21.771 -2.691 17.627 0 -0.012 0.01
Si 24.5 0 17.731 -0.007 0.011 -0.008
Si 27.194 2.758 17.732 0.003 -0.013 0.005
Si 24.516 5.469 17.782 0.007 -0.018 0.013
Si 27.22 8.105 17.818 0.005 0.005 0.025
Si 24.507 10.835 17.663 0.001 -0.012 0.002
Si 27.181 -2.731 17.754 0.005 0.001 -0.018
Si 29.951 0.024 17.719 -0.017 -0.006 -0.001
Si 32.651 2.742 17.768 0.002 -0.007 -0.021
Si 29.966 5.448 17.836 -0.015 -0.012 -0.015
Si 32.652 -8.124 17.808 -0.003 0.013 0.019
Si 29.91 -5.409 17.756 -0.002 -0.02 -0.011
Si 32.653 -2.701 17.73 0.009 0.013 0.013
Si 35.348 0.08 17.732 -0.012 0.006 0.014
Si 38.156 2.701 17.723 -0.002 -0.004 -0.014
Si 35.436 5.46 17.737 -0.023 -0.003 0.008
Si 38.121 -8.163 17.706 0.024 0.009 0.01
Si 35.425 -5.424 17.776 0.011 0.009 0.009
Si 38.101 -2.735 17.63 0.016 0.02 0.008
Si 40.801 0.025 17.638 -0.021 -0.01 0.002
Si -21.738 2.619 17.646 0.009 -0.001 -0.001
Si -24.423 5.394 17.749 0.012 0.009 0.045
Si -21.711 -8.21 17.532 0.04 0.018 -0.017
Si -24.444 -5.464 17.612 -0.02 0.004 0.006
Si -21.795 -2.712 17.531 -0.004 0.029 0.011
Si -19.033 0.022 17.55 -0.019 0.006 -0.011
Si -16.277 2.684 17.498 0.001 -0.012 0.004
Si -19.017 5.419 17.549 0.005 -0.011 0.013
Si -16.287 8.086 17.484 0.02 0.022 0.011
Si -19.039 10.852 17.441 0.006 -0.001 -0.01
Si -16.332 -2.687 17.503 -0.021 -0.02 -0.002
Si -13.53 -0.044 17.44 0 -0.003 -0.008
Si -10.866 2.762 17.576 -0.018 0.003 0.018
Si -13.619 5.485 17.563 0.016 0.021 -0.007
Si -10.938 -8.103 17.451 -0.004 0.015 0.009
Si -13.655 -5.4 17.345 -0.014 0.004 -0.004
Si -10.835 -2.693 17.447 -0.008 -0.006 -0.004
Si -8.196 0.058 17.67 -0.015 -0.018 0.022
Si -5.564 2.767 17.586 -0.011 0.004 0.008
Si -8.173 5.368 17.441 0.024 -0.023 -0.001
Si -5.429 8.149 17.5 -0.007 0.003 -0.013
Si -8.197 -5.467 17.446 -0.013 0.004 -0.005
Si -5.477 -2.657 17.542 0.01 0.003 -0.003
Si -2.768 0.026 17.592 0.011 0.001 0.004
Si -0.054 2.731 17.631 -0.002 0.015 -0.008
Si -2.718 5.461 17.538 -0.004 0.002 0.005
Si -0.033 -8.134 17.614 -0.005 -0.023 0.004
Si -2.819 -5.36 17.614 -0.009 0.006 -0.012
Si -0.048 -2.731 17.681 -0.011 -0.01 0.019
Si 1.293 1.338 18.956 -0.002 -0.005 -0.016
Si 4.065 4.007 19.085 -0.015 0.022 -0.056
Si 1.332 6.81 18.967 0.007 -0.003 -0.04
Si 4.065 -6.755 19.155 0.014 0.019 0.008
Si 1.353 -4.047 19.085 0.001 0.012 -0.017
Si 4.067 -1.277 19.127 0.03 -0.013 -0.032
Si 6.838 1.355 19.102 -0.022 0.035 0.001
Si 9.498 4.093 19.066 0.001 -0.028 -0.039
Si 6.675 6.759 19.141 0.003 -0.019 -0.029
Si 9.439 9.444 19.057 0.004 -0.038 -0.03
Si 6.793 -4.043 19.196 -0.005 0.001 -0.031
Si 9.523 -1.385 19.137 -0.007 -0.009 0
Si 12.212 1.334 18.902 -0.011 -0.013 -0.05
Si 14.95 4.061 18.934 0.006 0.027 -0.017
Si 12.198 6.734 19.059 -0.022 0.013 -0.018
Si 14.98 9.504 19.149 0.045 -0.002 0.002
Si 12.301 -4.042 19.086 0.02 0.028 -0.021
Si 15.058 -1.379 19.086 -0.03 0.017 -0.029
Si 17.711 1.302 19.008 -0.01 -0.006 -0.011
Si 20.449 4.095 18.996 -0.002 0.025 -0.045
Si 17.614 6.692 18.918 -0.004 -0.009 -0.034
Si 20.388 9.45 19.006 -0.022 0.02 0.002
Si 17.704 -4.228 18.998 -0.037 -0.006 -0.012
Si 20.439 -1.282 18.958 0.038 0.019 -0.007
Si 23.187 1.365 19.121 -0.003 0.004 -0.02
Si 25.92 4.147 19.156 0.01 0.022 -0.011
Si 23.109 6.842 19.098 0.018 -0.006 0.001
Si 25.811 9.489 19.105 -0.028 0.02 -0.038
Si 23.111 -4.107 18.921 -0.002 -0.002 -0.044
Si 25.805 -1.386 19.115 -0.007 0.003 -0.003
Si 28.514 1.337 19.037 0.012 -0.009 -0.026
Si 31.33 4.067 19.198 0.003 0.023 0.003
Si 28.599 6.761 19.242 -0.011 -0.016 -0.029
Si 31.26 -6.72 19.155 0.027 0.013 -0.018
Si 28.508 -4.1 19.126 -0.007 -0.02 -0.003
Si 31.355 -1.277 19.089 0.011 0.019 -0.023
Si 33.992 1.436 19.177 0.007 -0.016 -0.018
Si 36.842 4.097 19.068 -0.002 -0.008 -0.005
Si 34.083 -9.495 19.105 0.009 -0.011 -0.034
Si 36.823 -6.797 19.132 -0.002 0.015 -0.015
Si 33.999 -4.067 19.097 -0.016 0.003 -0.014
Si 36.75 -1.334 18.954 0.012 -0.016 -0.048
Si 39.503 1.338 19.127 0.016 0.023 0.011
Si -23.108 3.879 19.074 -0.034 -0.05 -0.01
Si 39.53 -9.456 19.085 -0.008 0.014 -0.038
Si -23.068 -6.892 18.897 -0.018 -0.007 -0.019
Si 39.477 -4.1 18.975 -0.003 0.005 -0.045
Si 42.116 -1.382 18.945 0.018 -0.03 -0.034
Si -20.352 1.289 19.041 -0.026 0.023 -0.005
Si -17.635 4.036 18.854 -0.012 -0.02 -0.025
Si -20.368 -9.535 18.928 0.008 0.009 0
Si -17.73 9.406 18.741 -0.035 -0.027 -0.033
Si -20.37 -4.076 18.771 -0.003 -0.018 -0.039
Si -17.699 -1.336 18.89 0.039 -0.027 -0.012
Si -14.871 1.286 18.786 -0.007 0.017 -0.024
Si -12.282 4.099 18.911 -0.01 -0.017 -0.014
Si -14.906 6.884 18.994 -0.002 0.039 0.003
Si -12.367 -6.707 18.742 0.015 -0.001 -0.021
Si -14.938 -4.074 18.77 0.029 0 -0.017
Si -12.151 -1.351 18.831 -0.002 0.027 -0.023
Si -9.519 1.506 19.068 0.054 0.012 -0.018
Si -6.989 4.059 19.013 -0.055 -0.049 0.007
Si -9.538 6.773 18.655 0.035 0.025 -0.036
Si -6.864 9.466 18.783 -0.018 -0.016 -0.023
Si -9.508 -4.077 18.79 0.003 0.002 -0.024
Si -6.79 -1.351 18.979 -0.04 -0.008 -0.025
Si -4.131 1.461 18.885 0.02 -0.01 -0.014
Si -1.417 4.124 18.962 0.006 0.005 -0.023
Si -4.032 6.84 18.875 0 0.037 -0.026
Si -1.415 -6.712 18.904 0.001 -0.006 -0.031
Si -4.224 -3.993 18.993 0.038 -0.019 -0.011
Si -1.495 -1.393 18.985 -0.035 0.03 -0.044
Si -0.063 -0.036 20.26 -0.007 -0.005 0.037
Si 2.605 2.653 20.36 0.009 0.053 0.061
Si -0.052 5.46 20.317 0.015 -0.016 0.058
Si 2.66 8.146 20.392 -0.026 -0.023 0.054
Si -0.111 -5.404 20.348 0.007 -0.002 0.037
Si 2.681 -2.626 20.479 -0.015 -0.007 0.031
Si 5.504 0.053 20.508 -0.023 -0.044 0.05
Si 8.191 2.713 20.467 -0.003 0.011 0.069
Si 5.41 5.29 20.556 0.053 -0.008 0.04
Si 8.02 8.146 20.484 -0.004 0.008 0.038
Si 5.385 -5.37 20.593 0.005 0.028 0.06
Si 8.207 -2.695 20.606 -0.006 -0.001 0.04
Si 10.96 -0.005 20.36 0.005 0.024 0.082
Si 13.573 2.703 20.19 0.003 -0.001 0.051
Si 10.83 5.439 20.475 0.019 0.047 0.059
Si 13.572 8.05 20.408 -0.024 -0.025 0.021
Si 10.827 10.89 20.264 -0.027 0.031 0.035
Si 13.759 -2.772 20.492 -0.019 -0.063 0.074
Si 16.435 0.004 20.487 -0.016 -0.032 0.081
Si 19.105 2.667 20.272 -0.01 -0.012 0.048
Si 16.28 5.348 20.341 0.03 0.017 0.046
Si 18.996 8.011 20.233 -0.015 -0.014 0.054
Si 16.462 10.788 20.563 0.004 -0.057 0.022
Si 19.092 -2.758 20.137 -0.011 -0.009 0.027
Si 21.78 -0.001 20.446 -0.014 -0.003 0.051
Si 24.514 2.828 20.467 -0.018 -0.005 0.036
Si 21.746 5.484 20.421 -0.006 -0.011 0.069
Si 24.432 8.164 20.518 0.02 0.011 0.053
Si 21.757 10.869 20.268 0.015 -0.014 0.045
Si 24.411 -2.815 20.372 0.009 -0.017 0.034
Si 27.133 0.023 20.45 0.028 -0.002 0.05
Si 29.881 2.636 20.419 -0.011 -0.024 0.036
Si 27.301 5.357 20.692 0.006 -0.014 0.049
Si 29.901 8.249 20.542 -0.033 0.023 0.004
Si 27.145 10.832 20.509 0.01 0.012 0.03
Si 29.888 -2.619 20.311 -0.014 0.026 0.032
Si 32.663 0.048 20.607 0.002 0.008 0.016
Si 35.452 2.812 20.458 -0.013 -0.017 0.032
Si 32.769 5.444 20.508 0.009 -0.013 0.063
Si 35.419 -8.105 20.499 -0.025 0 0.017
Si 32.659 -5.383 20.537 0.004 -0.013 0.023
Si 35.358 -2.614 20.316 -0.004 0.021 0.048
Si 38.117 -0.079 20.392 -0.007 -0.017 0.045
Si 40.841 2.575 20.663 0.028 0.032 0.045
Si 38.219 5.459 20.425 0.024 0.005 0.039
Si 40.951 -8.121 20.464 0.006 -0.008 0.039
Si 38.266 -5.465 20.457 0.034 -0.027 0.063
Si 40.75 -2.694 20.357 -0.041 0.023 0.036
Si 43.533 -0.163 20.334 0.001 -0.007 0.111
Si -18.939 2.703 20.326 0.011 -0.005 0.07
Si -21.69 5.316 20.227 -0.004 0.008 0.009
Si -18.977 -8.178 20.298 0.01 -0.008 0.059
Si -21.712 -5.452 20.093 -0.007 0.015 0.022
Si -19.122 -2.691 20.185 -0.045 0.028 0.055
Si -16.214 -0.052 20.17 0.016 0.002 0.026
Si -13.531 2.573 20.228 0.007 -0.014 0.021
Si -16.221 5.344 20.206 0.016 -0.024 0.013
Si -13.653 8.484 20.34 -0.075 0.048 0.069
Si -16.41 10.856 19.938 0.034 0.025 0.026
Si -13.501 -2.779 20.121 0.006 -0.024 -0.015
Si -10.827 0.019 20.286 -0.004 -0.015 0.03
Si -8.398 2.901 20.706 -0.068 0.064 0.064
Si -10.989 5.683 20.066 -0.066 -0.011 0.021
Si -8.182 7.991 20.063 0.058 -0.036 0.012
Si -11.011 -5.37 20.055 -0.072 0.019 0.025
Si -8.068 -2.895 20.245 0.059 -0.029 0.043
Si -5.522 0.183 20.256 -0.017 0.041 0.011
Si -2.803 2.812 20.317 -0.023 0 0.05
Si -5.427 5.41 20.093 0.027 -0.035 0.048
Si -2.734 -8.053 20.272 -0.005 -0.027 0.036
Si -5.628 -5.447 20.199 -0.001 0.047 0.077
Si -2.949 -2.636 20.444 0.008 0.003 0.052
Si 0.966 -1.574 21.713 0.39 0.323 -0.647
Si 3.984 1.356 21.728 0.095 0.03 -0.782
Si 1.449 4.23 21.661 -0.293 -0.208 -0.74
Si 3.703 6.446 21.663 0.197 0.187 -0.728
Si 1.039 -6.996 21.631 0.147 0.107 -0.666
Si 4.285 -3.657 21.851 -0.135 -0.283 -0.705
Si 6.639 -1.5 21.931 0.211 0.233 -0.633
Si 9.915 1.646 21.65 -0.175 -0.228 -0.785
Si 7.04 4.152 21.961 -0.336 -0.221 -0.729
Si 9.117 6.517 21.748 0.254 0.145 -0.742
Si 7.008 -6.52 21.876 -0.222 -0.218 -0.623
Si 9.393 -4.381 21.785 0.118 0.242 -0.629
Si 12.622 -1.074 21.623 -0.09 -0.164 -0.75
Si 14.718 1.234 21.564 0.265 -0.008 -0.724
Si 12.136 3.847 21.624 0.123 0.314 -0.701
Si 15.196 6.919 21.706 -0.193 -0.159 -0.64
Si 12.226 9.591 21.534 -0.171 -0.304 -0.6
Si 15.438 -3.852 21.844 -0.308 -0.246 -0.668
Si 17.696 -1.68 21.617 0.045 0.29 -0.727
Si 20.731 1.734 21.661 -0.171 -0.279 -0.713
Si 17.852 4.106 21.56 -0.259 -0.148 -0.72
Si 19.982 6.428 21.63 0.308 0.2 -0.775
Si 17.569 9.009 21.757 0.092 0.368 -0.645
Si 20.571 -3.891 21.513 -0.021 -0.101 -0.664
Si 22.822 -1.729 21.68 0.03 0.193 -0.692
Si 25.994 1.606 21.78 -0.097 -0.092 -0.697
Si 22.949 4.03 21.774 0.261 0.161 -0.689
Si 26.003 6.969 21.822 -0.185 -0.228 -0.767
Si 23.216 9.808 21.733 -0.01 -0.2 -0.629
Si 25.495 -4.369 21.761 0.163 0.078 -0.728
Si 28.703 -1.159 21.713 -0.155 -0.156 -0.735
Si 30.905 1.079 21.833 0.305 0.125 -0.705
Si 28.429 3.601 21.987 0.066 0.345 -0.645
Si 31.544 7.048 21.672 -0.053 -0.06 -0.655
Si 28.2 9.243 21.911 0.29 0.232 -0.731
Si 31.185 -3.928 21.684 0.284 -0.009 -0.676
Si 34.373 -1.042 21.821 -0.269 -0.241 -0.74
Si 36.607 1.157 21.649 0.064 0.167 -0.718
Si 34.483 4.468 21.851 -0.22 -0.159 -0.74
Si 36.721 -9.62 21.731 0.092 0.118 -0.663
Si 33.773 -7.037 21.849 0.142 0.208 -0.685
Si 36.875 -3.899 21.487 -0.049 -0.151 -0.74
Si 39.086 -1.735 21.787 0.344 0.27 -0.781
Si 42.204 0.955 21.884 -0.191 0.141 -0.792
Si 39.718 4.335 21.886 -0.116 -0.228 -0.682
Si 42.078 -9.881 21.59 -0.093 0.092 -0.608
Si 40.044 -6.386 21.852 -0.108 -0.055 -0.65
Si 42.237 -4.107 21.431 -0.015 0.005 -0.309
Si 44.496 -1.88 21.658 0.022 0.072 -0.679
Si -17.285 1.517 21.504 -0.111 0.052 -0.624
Si -20.018 4.379 21.59 -0.119 -0.253 -0.788
Si -17.713 -9.796 21.518 0.118 0.278 -0.653
Si -20.125 -6.445 21.448 -0.219 -0.341 -0.726
Si -17.872 -4.272 21.251 0.168 0.224 -0.711
Si -14.658 -1.287 21.431 -0.234 -0.148 -0.667
Si -12.475 0.981 21.663 0.208 0.232 -0.659
Si -15.095 3.713 21.498 0.048 0.084 -0.653
Si -11.96 7.345 21.446 -0.127 0.006 -0.621
Si -15.049 10.027 21.595 0.124 -0.191 -0.74
Si -11.918 -3.765 21.566 -0.413 -0.404 -0.523
Si -9.547 -1.598 21.389 0.179 0.255 -0.63
Si -6.552 1.722 21.758 -0.349 -0.11 -0.647
Si -10.088 4.556 21.86 0.27 -0.338 -0.645
Si -6.514 6.95 21.379 -0.379 -0.209 -0.617
Si -9.695 9.383 21.067 -0.104 -0.043 -0.385
Si -7.372 -4.761 21.649 0.335 0.393 -0.52
Si -3.987 -0.844 21.691 -0.221 -0.354 -0.72
Si -1.602 1.18 21.466 0.112 0.227 -0.736
Si -4.369 4.016 21.63 0.267 0.104 -0.698
Si -1.157 7.123 21.543 -0.086 -0.148 -0.768
Si -4.435 -6.937 21.457 0.411 0.235 -0.613
Si -1.305 -3.814 21.635 -0.24 -0.215 -0.679
Si 1.078 -2.118 -2.812 -0.009 -0.025 0.008
Si 5.578 2.498 24.089 0.202 0.022 0.002
Si -1.928 -3.961 24.69 0.129 0.111 0.035
Si 4.627 3.113 -6.319 -0.004 -0.074 0.017
Si 4.054 -4.492 24.77 0.002 0.08 -0.137
Si 12.217 7.022 26.11 0.033 -0.041 -0.033
Si -0.786 -6.54 26.005 0.017 -0.075 -0.128
Si 9.868 1.083 24.657 0.007 0.04 -0.217
Si 6.533 -6.194 24.795 -0.106 -0.135 -0.103
Si 15.629 0.021 -5.645 0.081 -0.065 -0.062
Si 7.884 -4.649 -4.6 -0.104 0.064 -0.03
Si 11.022 7.797 23.565 0.021 0.064 0.043
Si 7.153 -0.179 24.802 -0.051 -0.015 -0.128
Si 18.184 0.406 -4.149 0.101 0.06 -0.132
Si 19.271 7.986 24.068 -0.143 -0.02 -0.117
Si 16.386 2.412 23.744 0.063 0.005 -0.006
Si 11.646 -7.038 -2.954 0.053 -0.12 0.155
Si 21.141 0.693 24.346 0.121 0.036 -0.134
Si 18.059 -5.342 -6.683 -0.043 0.047 -0.009
Si 24.068 0.105 23.847 -0.034 0.043 -0.154
Si 16.964 -0.175 25.08 -0.107 -0.028 -0.06
Si 22.506 -3.908 -4.279 0.094 0.016 0.047
Si 13.211 5.781 23.613 0.036 -0.023 0.083
Si 22.092 0.201 -1.985 0.039 0.045 0.103
Si 25.915 3.932 -4.092 0.062 -0.086 -0.009
Si 28.392 1.968 -4.111 -0.075 -0.049 -0.033
Si 21.757 -6.731 24.504 -0.003 -0.053 -0.149
Si 23.695 7.686 -7.135 0.008 -0.074 -0.091
Si 27.3 -2.964 23.935 0.021 -0.004 -0.15
Si 26.137 -0.917 25.902 -0.039 0.046 -0.093
Si 29.299 7.079 -3.959 -0.002 -0.229 0.088
Si 30.225 2.674 24.272 -0.078 0.083 -0.17
Si 30.882 6.671 24.449 -0.092 -0.046 0.054
Si -28.76 -6.488 25.957 0.021 -0.047 -0.052
Si 29.378 -5.204 23.794 -0.063 -0.016 0
Si -31.511 -7.769 -6.416 -0.021 0.036 -0.04
Si -32.052 2.011 -4.391 -0.06 -0.012 0.055
Si -21.676 7.066 24.241 0.047 -0.03 -0.078
Si -26.807 -8.127 24.016 0.019 0.025 -0.135
Si -23.562 -2.618 -6.754 0.054 -0.026 -0.159
Si 32.584 -0.242 -2.213 0.113 0.021 0.017
Si -19.029 -0.096 23.621 -0.089 -0.067 -0.171
Si -20.78 4.263 24.624 -0.008 0.134 -0.159
Si -28.655 -0.971 -6.697 0.004 -0.137 0.063
Si -23.038 5.47 -5.696 0.04 -0.048 -0.069
Si -19.206 -5.487 -6.623 0.09 -0.081 -0.121
Si -25.245 -2.232 -4.457 -0.127 0.015 0.099
Si -18.546 4.854 -6.65 -0.047 0.007 0.107
Si -22.026 -5.238 -5.791 -0.162 0.016 0.054
Si -17.336 -0.687 -7.123 0.04 0.03 0.003
Si -19.65 -7.201 24.146 -0.046 0.007 -0.001
Si -10.283 -7.382 25.085 0.07 0.158 -0.037
Si -22.854 8.148 -6.743 0.049 0.013 0.127
Si -16.911 -3.662 -2.935 -0.033 -0.031 0.022
Si -12.464 1.271 24.716 0.105 0.006 -0.084
Si -11.982 6.447 -4.585 0.05 0.046 0.027
Si -14.269 -0.728 25.973 -0.07 -0.128 0.07
Si -7.817 4.508 -5.385 0.095 0.07 0.011
Si -10.623 4.767 -6.479 0.02 0.069 -0.041
Si -12.126 -5.609 -7.039 -0.019 -0.085 -0.114
Si -4.869 1.709 -6.856 -0.183 0.032 0.036
Si -7.401 -7.751 -2.109 0.093 0.053 0.266
Si -8.419 -5.271 24.263 0.087 -0.067 -0.054
Si -9.466 6.209 24.393 0.17 0.103 -0.143
Si -6.841 7.479 -4.706 0.085 0.016 -0.069
Si -5.338 -5.418 -2.066 -0.014 0.012 0.1
Si -5.554 0.101 24.104 0.039 0.014 -0.208
Si -2.535 5.35 23.715 -0.074 0.023 -0.122
Si -4.789 -6.896 24.403 -0.057 0.054 -0.066
Si 3.105 -2.209 -7.062 -0.138 0.019 -0.01
Si 1.957 -6.651 24.513 -0.02 0.012 -0.167
Si -0.091 -2.031 -7.041 -0.003 0.011 -0.026
Si -4.552 -4.2 25.978 -0.009 0.054 -0.062
Si 3.475 6.983 24.579 0.012 0.017 -0.106
Si -2.685 7.526 25.722 0.048 -0.048 0.017
Si 6.615 3.192 -4.157 0.004 -0.003 0.102
Si -1.572 -1.87 -4.237 -0.037 0.066 -0.036
Si 5.307 1.012 -2.697 -0.014 0.075 -0.069
Si 8.014 -2.369 -6.429 -0.03 0.026 0.133
Si 7.479 6.124 -4.818 0.047 -0.063 -0.056
Si 8.913 -4.828 25.987 -0.084 0.124 0.099
Si 15.251 -4.593 -6.113 -0.017 -0.069 0.089
Si 5.35 7.857 -6.474 0 0.055 0.011
Si 11.917 -1.288 24.595 -0.02 -0.043 -0.156
Si 10.202 5.225 -5.295 0.059 0.103 -0.043
Si 10.114 -0.456 -4.916 -0.023 -0.079 -0.058
Si 10.936 2.345 -6.334 -0.048 -0.065 0.002
Si 15.044 -3.268 -3.239 -0.076 -0.085 0.106
Si 20.518 0.876 -5.978 0.05 -0.103 0.179
Si 16.289 3.699 -6.765 0.063 0.05 0.076
Si 13.804 2.427 -5.33 0.111 0.198 0.088
Si 23.093 -7.996 -2.532 -0.003 0.005 0.029
Si 16.945 -7.49 -2.14 -0.07 0.124 -0.104
Si 26.118 -7.624 -5.636 0.006 -0.075 0.068
Si 17.909 -2.09 -2.652 -0.1 -0.101 0.029
Si 19.412 -1.562 24.311 -0.104 -0.01 -0.166
Si 24.36 5.588 24.162 -0.065 0.075 -0.096
Si 26.273 3.925 -7.031 0.026 0.004 0.049
Si 20.064 5.615 -3.905 0.056 -0.069 0.069
Si 26.581 6.814 -3.032 0.048 0.137 0.097
Si 19.784 -4.573 24.337 0.013 -0.047 -0.168
Si 27.978 -0.812 -2.915 0.086 -0.116 0.035
Si 29.019 -6.859 -5.494 -0.057 0.056 -0.116
Si 31.063 -6.876 25.517 0.016 0.059 0.029
Si 29.887 -4.768 -3.675 -0.034 -0.078 0.058
Si 30.68 -1.852 -4.176 -0.081 0.109 0.044
Si 28.009 1.35 -7.132 -0.026 0.158 0.051
Si 31.754 5.926 -2.589 -0.073 0.02 0.099
Si -27.009 -5.153 -1.981 -0.066 -0.018 0.091
Si -31.982 5.632 -7.093 0.033 -0.021 -0.087
Si -30.272 -5.066 23.822 -0.049 -0.033 -0.163
Si -25.494 0.754 -4.222 0.001 -0.041 0.059
Si -32.318 -2.71 23.961 0.057 0.065 -0.089
Si -30.414 3.751 24.726 0.085 -0.063 -0.076
Si -30.994 -5.667 -4.448 -0.058 0.066 -0.005
Si -21.437 1.549 24.37 -0.06 -0.1 -0.085
Si -21.63 2.59 -5.237 -0.047 0.013 -0.011
Si -19.711 5.709 -4.056 0.139 -0.058 -0.003
Si -21.872 -0.093 -6.359 0.014 0.065 0.018
Si -19.251 0.919 -5.509 -0.046 0.012 -0.05
Si -17.263 -3.491 -5.866 -0.031 0.036 -0.026
Si -23.792 7.075 -3.228 -0.017 0.036 0.124
Si -16.725 -7.964 23.667 0.058 -0.092 -0.052
Si -18.683 7.845 -2.28 -0.031 -0.11 0.104
Si -14.714 -3.763 25.993 0.096 0.041 -0.043
Si -13.05 -0.535 -4.479 0.131 0.086 0.062
Si -17.447 1.205 -3.092 -0.133 -0.013 0.149
Si -13.167 3.879 25.961 -0.012 0.002 -0.063
Si -16.505 7.064 -6.768 -0.023 0.1 -0.02
Si -8.237 -6.654 -6.25 0.055 0.037 -0.143
Si -15.532 -3.704 23.043 0.146 -0.021 -0.227
Si -10.337 -1.797 -4.958 -0.004 -0.011 0.003
Si -12.793 4.998 23.208 0.067 -0.056 -0.216
Si -1.28 6.44 -3.279 -0.085 0.027 0.091
Si -10.983 -3.52 24.304 -0.14 -0.022 -0.158
Si -3.92 -3.829 -4.368 0.017 0.026 0.047
Si -10.806 -5.117 -2.094 -0.136 0.103 -0.067
Si -14.681 5.255 -5.317 -0.017 -0.039 -0.016
Si -8.847 -4.288 -4.27 -0.05 0.036 -0.057
Si -2.312 2.603 -2.139 -0.135 0.017 0.081
Si -5.547 -0.282 -2.288 0.112 -0.003 0.141
Si 2.751 7.844 -4.927 0.055 -0.044 -0.009
Si -6.848 -1.996 26.059 0.041 -0.093 0.035
Si 5.037 -3.02 -2.016 -0.015 0.062 0.077
Si 2.423 -0.25 23.916 -0.106 0.044 -0.019
Si 0.54 1.141 25.795 0.071 -0.133 -0.032
Si -5.397 4.67 -6.917 -0.051 0.078 -0.047
Si 14.443 -8.036 -3.565 0.053 -0.021 0.09
Si 0.294 -4.93 -2.202 -0.017 0.094 0.047
Si -0.439 2.978 23.717 0.077 0.017 -0.123
Si 3.67 -1.259 -4.166 0.015 0.076 0.172
Si 2.683 5.174 -6.562 0.034 0.032 0.038
Si 13.801 -5.375 23.616 0.107 -0.057 0.083
Si 10.268 -4.422 -2.72 -0.082 -0.028 0.062
Si 9.58 6.887 -2.988 0.024 -0.06 0.11
Si 11.097 -4.029 24.485 0.028 -0.042 -0.157
Si 8.291 1.062 -2.947 -0.05 0.166 0.061
Si 13.798 2.914 -2.308 -0.079 -0.096 0.193
Si 6.11 -5.909 -2.635 -0.086 -0.069 0.081
Si 15.091 5.665 -2.585 -0.097 0.081 -0.026
Si 14.674 -1.818 25.868 0.029 -0.058 -0.064
Si 12.173 -1.882 -3.044 0.054 0.05 -0.001
Si 14.503 -7.272 25.947 -0.012 0.032 -0.024
Si 18.841 2.998 -4.983 0 -0.089 -0.102
Si 17.064 -7.848 -5.039 0.012 0.001 0.192
Si 17.75 6.069 -2.177 0.059 -0.195 0.016
Si 16.972 6.986 26.04 -0.023 0.013 -0.036
Si 20.106 -4.128 -2.647 0.053 -0.036 0.089
Si 22.354 -1.054 -4.523 0.009 0.106 -0.071
Si 22.202 5.692 -1.904 0.007 0.124 0.166
Si 21.424 7.894 -5 0.158 0.061 0.078
Si 24.897 -5.739 -3.911 -0.145 0.155 0.117
Si 20.392 -5.718 -4.973 0 -0.013 0.129
Si 25.427 -0.802 -4.341 0.013 0.05 0.019
Si 24.777 1.56 -2.794 0.038 -0.162 0.106
Si 30.04 3.333 -2.102 -0.128 -0.002 0.095
Si -28.279 -1.845 -3.963 -0.007 0.05 -0.006
Si -26.226 0.826 25.951 -0.093 -0.049 -0.057
Si 27.371 -5.15 -2.03 -0.025 -0.02 0.135
Si 31.364 3.477 -6.311 -0.055 -0.069 -0.039
Si 29.057 5.281 -6.535 0.084 -0.004 0.041
Si -31.127 4.522 -2.737 0.083 0.007 0.188
Si 32.526 -1.489 -6.596 0.074 -0.059 -0.028
Si -30.255 -3.059 -5.622 0.085 0.032 -0.097
Si 32.323 -5.392 -2.172 -0.028 -0.12 0.149
Si -27.414 0.004 -2.013 0.041 -0.022 0.124
Si -28.15 5.438 -2.174 -0.03 -0.018 0.142
Si -28.096 -6.489 -4.386 0.006 -0.031 -0.04
Si -27.461 2.897 23.988 0.003 0.054 -0.132
Si -26.683 7.08 -4.184 0.164 0.068 0.005
Si -22.584 -6.467 -3.046 0.049 -0.105 0.094
Si -24.133 2.494 -2.157 -0.12 0.043 0.102
Si -17.257 4.045 -4.21 -0.057 0.028 -0.09
Si -21.704 3.961 -2.698 0.015 -0.089 0.101
Si -31.025 0.909 -6.914 0.014 -0.033 -0.009
Si -24.499 -0.842 24.095 -0.002 0.054 -0.022
Si -25.318 6.773 -6.86 0.037 0.011 -0.043
Si -24.281 -4.277 -2.436 0.014 -0.005 0.049
Si -15.492 -0.889 -2.76 0.041 0.04 0.043
Si -9.082 0.148 -2.984 -0.004 0.063 0.08
Si -11.713 1.743 -2.847 -0.023 0.056 0.044
Si -15.109 -6.03 -3.221 -0.062 -0.169 0.156
Si -17.455 -7.198 -4.657 0.055 -0.047 -0.016
Si -7.59 1.692 -5.149 0.026 -0.09 0.044
Si -9.171 -1.334 24.359 -0.048 -0.07 -0.063
Si -6.556 6.942 24.379 0.064 -0.006 -0.07
Si -11.188 4.773 -2.254 -0.052 -0.076 0.124
Si 0.414 3.986 -2.94 0.07 0.047 -0.08
Si -12.206 -6.722 -4.188 -0.023 -0.082 -0.043
Si -9.756 0.491 -7.042 0.082 0.045 0.081
Si -3.423 0.765 -4.317 0.005 -0.088 0.11
Si 1.836 2.661 -5.419 0.065 0.079 0.061
Si -3.969 6.528 -4.896 0.023 -0.033 0.078
Si 0.006 -7.173 -4.433 0.11 -0.103 0.075
Si -6.532 -2.301 -4.25 -0.001 0.07 -0.014
Si 3.827 -8.031 -2.143 0.048 0.155 0.018
Si 1.407 -1.353 5.435 -0.011 0.014 0
Si 4.097 1.375 5.453 -0.019 0.01 0.004
Si 1.386 4.1 5.4 -0.012 0.002 -0.001
Si 4.123 6.765 5.444 0.024 0.021 -0.006
Si 1.449 9.477 5.398 0.02 0.001 0.009
Si 4.112 12.205 5.432 0.005 0.001 -0.003
Si 6.838 -1.387 5.471 -0.004 -0.014 0.006
Si 9.535 1.325 5.451 0.007 0.006 -0.003
Si 6.821 4.039 5.436 0.007 0.002 0.016
Si 9.556 6.759 5.52 0.003 -0.005 0.022
Si 6.862 9.488 5.533 -0.01 0.01 0.027
Si 9.591 12.242 5.427 0 -0.006 0.006
Si 12.198 -1.381 5.411 -0.005 -0.024 0.008
Si 14.929 1.317 5.433 0.002 -0.009 -0.008
Si 12.29 4.017 5.478 0.014 -0.005 0.003
Si 14.952 6.785 5.455 0.003 0.005 0.007
Si 12.265 9.515 5.435 -0.013 -0.013 -0.005
Si 14.921 12.248 5.46 -0.004 0.016 0.002
Si 17.652 -1.338 5.464 -0.001 0.013 0
Si 20.38 1.349 5.506 0.015 0.018 0.005
Si 17.67 4.043 5.52 0.008 -0.001 0.008
Si 20.41 6.782 5.571 -0.007 -0.007 0.011
Si 17.629 9.525 5.53 0.002 -0.006 0.008
Si 20.377 12.291 5.524 -0.012 0.009 0.004
Si 23.11 -1.364 5.516 -0.007 0.002 -0.004
Si 25.821 1.42 5.533 0.003 0.015 0.015
Si 23.154 4.066 5.553 0.012 -0.008 0.009
Si 25.871 6.806 5.54 -0.014 -0.005 0.009
Si 23.154 9.53 5.576 -0.006 -0.006 0.013
Si 25.851 -4.068 5.52 -0.013 -0.003 0
Si 28.578 -1.337 5.514 0.004 -0.007 0.004
Si 31.229 1.402 5.509 -0.007 0.019 0.001
Si 28.546 4.09 5.504 -0.005 0 0.006
Si 31.238 6.823 5.489 -0.012 -0.004 -0.001
Si 28.535 -6.788 5.527 0.007 0.013 0.001
Si 31.251 -4.027 5.519 0.001 0.001 -0.004
Si 33.959 -1.358 5.505 0.011 -0.013 -0.004
Si 36.694 1.387 5.437 -0.004 0 -0.006
Si 33.947 4.076 5.467 0 0.005 0.007
Si -28.628 6.834 5.445 -0.013 -0.002 0.003
Si 33.933 -6.773 5.479 0.004 0.003 0.004
Si -28.625 -4.064 5.474 0.008 -0.002 0.007
Si -25.914 -1.359 5.454 -0.001 -0.007 0.011
Si -23.164 1.397 5.415 -0.004 -0.003 0.008
Si -25.884 4.1 5.433 -0.008 -0.003 0.01
Si -23.165 6.787 5.255 -0.002 -0.027 -0.022
Si -25.905 -6.834 5.347 0.007 0.001 -0.004
Si -23.184 12.195 5.363 -0.008 0.001 0.006
Si -20.416 -1.417 5.368 0.02 -0.018 0.02
Si -17.713 1.35 5.362 -0.001 -0.003 0.022
Si -20.494 4.127 5.307 -0.025 0.003 0.004
Si -17.762 6.841 5.233 -0.018 -0.006 -0.002
Si -20.422 9.463 5.268 0.012 -0.007 -0.001
Si -17.687 -4.145 5.235 0.019 -0.007 0.006
Si -14.918 -1.438 5.26 0.032 -0.025 0.008
Si -12.238 1.35 5.308 0.006 0.004 0.014
Si -14.962 4.106 5.302 -0.003 -0.019 0.011
Si -12.205 6.85 5.243 -0.015 -0.005 0.011
Si -15.005 -6.759 5.212 -0.014 -0.004 0.001
Si -12.261 -4.079 5.171 0.003 0.019 -0.023
Si -9.489 -1.355 5.305 0.007 0.01 0.013
Si -6.784 1.403 5.334 -0.012 0.013 -0.002
Si -9.452 4.094 5.31 -0.011 -0.013 0.012
Si -6.748 6.802 5.289 -0.005 0.013 -0.01
Si -9.505 -6.78 5.209 0.005 0.012 -0.003
Si -6.78 -4.078 5.303 -0.005 0.028 -0.001
Si -4.021 -1.346 5.405 -0.004 0.008 0.021
Si -1.314 1.376 5.365 -0.003 0.001 0.004
Si -4.003 4.07 5.343 -0.003 -0.009 0
Si -1.234 6.793 5.343 0.013 0.001 0.001
Si -3.981 -6.821 5.35 0.016 -0.006 0
Si -1.312 -4.127 5.442 -0.017 -0.014 0.01
Si 2.753 -0.001 6.806 0.004 0.003 0.003
Si 5.462 2.711 6.821 -0.01 -0.003 -0.007
Si 2.758 5.416 6.793 -0.01 -0.009 -0.008
Si 5.465 8.123 6.832 0.003 0.008 0.002
Si 2.764 10.851 6.791 0.002 -0.006 0.004
Si 5.471 -2.755 6.805 0.002 -0.008 0.002
Si 8.18 -0.02 6.83 0.006 -0.001 -0.002
Si 10.893 2.68 6.822 0.002 0.003 -0.003
Si 8.163 5.399 6.831 -0.005 0.007 -0.007
Si 10.916 8.154 6.828 0.003 -0.007 -0.002
Si 8.216 10.897 6.821 -0.01 -0.005 -0.008
Si 10.897 -2.732 6.83 -0.001 0.003 -0.01
Si 13.575 -0.038 6.794 -0.007 -0.002 -0.008
Si 16.282 2.679 6.831 0.005 0.012 -0.006
Si 13.61 5.418 6.832 0.003 0.009 -0.005
Si 16.287 8.136 6.859 0 0.005 -0.01
Si 13.59 10.871 6.829 0.006 0.008 -0.004
Si 16.3 -2.72 6.817 -0.002 -0.009 -0.002
Si 19.015 -0.006 6.855 -0.003 0.001 -0.015
Si 21.76 2.701 6.868 -0.009 -0.003 -0.006
Si 19.035 5.403 6.884 0.008 -0.001 -0.003
Si 21.77 8.163 6.902 0.004 -0.004 0.001
Si 19.023 10.889 6.855 0.011 -0.006 -0.003
Si 21.748 -2.699 6.891 -0.003 -0.014 -0.011
Si 24.472 0.015 6.861 -0.007 0.009 -0.011
Si 27.201 2.747 6.89 -0.013 0.005 -0.002
Si 24.501 5.45 6.894 0.003 -0.004 -0.001
Si 27.21 -8.152 6.905 0.007 -0.008 -0.004
Si 24.509 -5.422 6.908 0.001 -0.003 -0.002
Si 27.211 -2.7 6.868 0.011 -0.004 -0.01
Si 29.914 0.021 6.885 0.008 -0.008 -0.013
Si 32.608 2.741 6.861 -0.002 -0.002 -0.002
Si 29.903 5.456 6.861 0.002 0.002 -0.006
Si 32.601 -8.143 6.849 0.001 0.009 -0.006
Si 29.904 -5.416 6.864 0.003 -0.004 -0.003
Si 32.618 -2.7 6.886 0 0.005 0.002
Si 35.337 0.025 6.817 0.002 -0.004 -0.009
Si -27.229 2.732 6.8 0.013 0.002 0.002
Si -29.968 5.454 6.807 0.007 -0.005 -0.001
Si -27.242 -8.146 6.78 0.003 0.003 0
Si -29.967 -5.433 6.835 0.001 0.011 -0.003
Si -27.261 -2.709 6.823 -0.005 0.006 0.004
Si -24.526 0.017 6.764 -0.006 -0.004 0.001
Si -21.794 2.76 6.731 0.008 0.007 0.001
Si -24.495 5.473 6.722 -0.008 -0.001 -0.002
Si -21.796 8.126 6.645 0.012 0.002 -0.005
Si -24.543 10.844 6.724 0.008 0.006 -0.007
Si -21.805 -2.76 6.71 -0.003 0.005 0.001
Si -19.066 -0.025 6.707 -0.002 0.01 -0.001
Si -16.321 2.728 6.663 -0.005 -0.006 -0.003
Si -19.102 5.484 6.637 -0.012 0.015 -0.004
Si -16.354 -8.142 6.585 0.01 -0.001 -0.009
Si -19.063 -5.475 6.622 -0.009 0.012 -0.002
Si -16.32 -2.774 6.609 0.001 0 -0.008
Si -13.597 -0.037 6.637 -0.003 -0.005 -0.009
Si -10.856 2.728 6.636 0.005 -0.004 0
Si -13.58 5.48 6.613 0.006 0.005 -0.002
Si -10.855 -8.122 6.613 -0.007 0.005 -0.01
Si -13.624 -5.411 6.578 -0.016 0.007 -0.005
Si -10.898 -2.735 6.593 0.001 0 -0.008
Si -8.136 0.01 6.671 -0.002 -0.008 0.005
Si -5.396 2.736 6.698 -0.007 0.001 -0.007
Si -8.107 5.459 6.669 0.007 -0.004 0.002
Si -5.386 -8.174 6.67 0.003 -0.007 -0.001
Si -8.149 -5.452 6.627 -0.008 -0.006 -0.001
Si -5.426 -2.719 6.694 -0.002 -0.006 -0.006
Si -2.66 0.015 6.745 -0.001 -0.007 -0.002
Si 0.025 2.733 6.749 -0.005 0.004 -0.001
Si -2.643 5.445 6.692 0.004 -0.003 -0.005
Si 0.074 8.14 6.759 0 -0.01 -0.002
Si -2.681 -5.47 6.771 0.008 -0.004 0.009
Si 0.043 -2.73 6.772 0 -0.004 -0.004
Si 1.377 1.369 8.132 -0.002 0.009 -0.004
Si 4.098 4.065 8.175 0.005 0.006 0.007
Si 1.409 6.789 8.144 0.004 0.015 -0.001
Si 4.116 9.507 8.172 0.01 0.002 0.002
Si 1.399 -4.094 8.134 0 -0.006 -0.007
Si 4.113 -1.374 8.155 0.006 0.005 -0.008
Si 6.818 1.345 8.18 0.008 0.011 -0.004
Si 9.532 4.047 8.184 0 0.007 -0.004
Si 6.812 6.765 8.193 -0.026 -0.027 -0.005
Si 9.545 9.512 8.184 0.009 0.01 -0.011
Si 6.829 -4.094 8.183 0.002 0.006 0.006
Si 9.526 -1.384 8.192 -0.012 -0.016 -0.001
Si 12.24 1.321 8.185 -0.002 -0.003 -0.009
Si 14.957 4.06 8.2 0.009 0.006 -0.001
Si 12.248 6.779 8.192 0.011 0.005 -0.003
Si 14.933 9.506 8.203 -0.002 -0.014 0.002
Si 12.241 -4.093 8.196 0 0.006 -0.001
Si 14.937 -1.374 8.181 -0.007 -0.004 -0.002
Si 17.653 1.346 8.206 -0.005 -0.01 -0.001
Si 20.404 4.056 8.233 -0.006 0.002 0.004
Si 17.668 6.784 8.211 0.011 0.006 -0.001
Si 20.392 9.534 8.221 0.001 0.001 0.002
Si 17.655 -4.077 8.199 0.005 0.011 -0.012
Si 20.383 -1.347 8.229 0.005 0.007 0.005
Si 23.119 1.355 8.234 -0.009 -0.004 -0.003
Si 25.857 4.099 8.256 0.01 0.01 0.003
Si 23.132 6.801 8.247 -0.007 -0.002 -0.002
Si 25.856 -6.791 8.26 -0.007 -0.003 0
Si 23.119 -4.068 8.236 -0.005 -0.002 -0.003
Si 25.844 -1.342 8.219 -0.005 0 -0.011
Si 28.555 1.375 8.242 -0.001 -0.006 -0.007
Si 31.267 4.105 8.225 0.003 0.004 -0.005
Si 28.57 6.807 8.248 -0.001 0.004 0.004
Si 31.262 -6.782 8.22 -0.006 -0.003 0.001
Si 28.56 -4.061 8.236 -0.003 -0.004 -0.004
Si 31.276 -1.333 8.244 0.004 0.005 -0.004
Si 33.981 1.374 8.198 0.002 -0.002 -0.002
Si -28.591 4.095 8.157 -0.002 -0.007 -0.007
Si 33.973 6.812 8.192 0.006 -0.001 -0.006
Si -28.588 -6.794 8.166 -0.004 0.009 -0.009
Si 33.975 -4.077 8.218 -0.004 -0.007 -0.003
Si -28.601 -1.343 8.186 0.004 -0.01 -0.001
Si -25.875 1.362 8.147 -0.004 -0.005 0.002
Si -23.158 4.1 8.094 0 -0.006 -0.002
Si -25.864 6.806 8.111 0.02 0.007 -0.001
Si -23.148 9.487 8.045 -0.013 -0.001 -0.01
Si -25.875 -4.099 8.12 -0.003 -0.004 -0.001
Si -23.149 -1.373 8.078 0.006 -0.01 -0.005
Si -20.426 1.361 8.05 0 -0.01 -0.003
Si -17.715 4.1 7.981 0.001 -0.009 -0.01
Si -20.446 6.8 8.042 -0.007 -0.019 0.004
Si -17.701 -6.813 7.994 -0.004 0.001 -0.005
Si -20.418 -4.124 8.025 0.008 -0.003 0.003
Si -17.671 -1.399 8.001 0.002 -0.005 -0.006
Si -14.962 1.34 7.992 0.002 -0.001 -0.002
Si -12.231 4.099 7.974 0 0.004 -0.002
Si -14.979 6.82 7.955 0.003 -0.003 -0.002
Si -12.253 -6.775 7.95 0.002 -0.013 -0.003
Si -14.962 -4.09 7.996 0.003 0.012 0.007
Si -12.228 -1.377 7.993 -0.008 0.002 0.008
Si -9.507 1.371 8.011 -0.002 0.001 -0.003
Si -6.756 4.104 8.043 0.007 0.006 0.004
Si -9.499 6.829 7.988 -0.001 0.011 -0.005
Si -6.772 -6.8 8.002 0.004 0.003 -0.004
Si -9.525 -4.088 7.969 -0.003 -0.006 -0.007
Si -6.784 -1.353 8.039 0.003 0.002 0.001
Si -4.049 1.37 8.071 -0.008 -0.009 0.001
Si -1.329 4.09 8.104 -0.001 -0.007 -0.003
Si -4.029 6.796 8.047 0 0.014 -0.005
Si -1.306 -6.823 8.112 -0.012 0.008 0
Si -4.062 -4.076 8.07 0.001 -0.002 -0.011
Si -1.318 -1.355 8.113 0.001 0.014 -0.003
Si 0.027 0.001 9.489 -0.001 -0.011 -0.002
Si 2.73 2.708 9.52 -0.002 -0.012 0
Si 0.031 5.433 9.483 -0.004 -0.001 -0.001
Si 2.749 8.152 9.52 0.001 0 0.002
Si 0.032 -5.448 9.482 -0.006 -0.006 0.004
Si 2.75 -2.734 9.508 0.001 -0.004 0.001
Si 5.456 -0.016 9.535 0.007 -0.008 0.004
Si 8.168 2.7 9.551 -0.001 -0.002 0
Si 5.448 5.42 9.548 -0.001 0.01 0.005
Si 8.169 8.149 9.535 -0.01 0.005 -0.009
Si 5.467 -5.454 9.538 0.004 -0.01 0.007
Si 8.164 -2.732 9.557 -0.005 0.004 0.005
Si 10.88 -0.026 9.554 0.005 -0.007 -0.003
Si 13.586 2.698 9.548 -0.001 0.005 -0.002
Si 10.875 5.424 9.545 -0.004 0.01 -0.003
Si 13.586 8.141 9.565 -0.007 0.001 0.003
Si 10.879 -5.449 9.559 0.004 0.001 0
Si 13.592 -2.734 9.554 0.01 -0.017 0.001
Si 16.295 -0.019 9.554 0.006 0.004 -0.008
Si 19.027 2.698 9.567 0.002 -0.003 -0.007
Si 16.312 5.418 9.567 0.005 -0.005 0.001
Si 19.033 8.152 9.56 0.005 -0.001 0.001
Si 16.303 -5.453 9.552 0.002 -0.004 -0.001
Si 19.024 -2.728 9.563 0 -0.011 -0.007
Si 21.759 -0.002 9.585 -0.004 0.01 0.001
Si 24.491 2.719 9.583 -0.003 0.001 -0.009
Si 21.766 5.43 9.582 0.008 0 0
Si 24.493 -8.159 9.603 -0.002 -0.002 -0.001
Si 21.762 -5.44 9.582 -0.002 -0.005 0.006
Si 24.49 -2.708 9.582 -0.006 0.002 -0.005
Si 27.203 0.006 9.593 -0.002 -0.001 0
Si 29.923 2.737 9.591 0.002 0.004 -0.004
Si 27.219 5.451 9.612 -0.006 -0.002 0.002
Si 29.929 -8.147 9.596 0 -0.001 -0.003
Si 27.219 -5.428 9.606 0.009 -0.001 0
Si 29.923 -2.707 9.595 -0.001 0.007 -0.004
Si 32.64 0.024 9.587 0.003 -0.012 0.002
Si -29.933 2.739 9.544 0.001 0.008 0
Si 32.633 5.46 9.579 -0.003 0.001 0.003
Si -29.937 -8.152 9.543 0.012 0.001 0.003
Si 32.627 -5.435 9.583 0.01 0.002 -0.004
Si -29.945 -2.706 9.558 -0.006 0.008 0.002
Si -27.225 0.011 9.524 0 0.006 0
Si -24.506 2.735 9.471 -0.002 0.005 0.007
Si -27.216 5.451 9.497 0.002 -0.007 0.001
Si -24.498 8.161 9.458 0.007 -0.002 0.006
Si -27.227 -5.435 9.514 -0.005 -0.003 0.001
Si -24.505 -2.728 9.459 0.001 0.01 0.004
Si -21.786 0 9.418 -0.009 0.011 0.005
Si -19.048 2.729 9.377 -0.006 0.005 0
Si -21.783 5.447 9.433 0.001 0.007 0.005
Si -19.066 -8.159 9.376 -0.001 0.01 0
Si -21.787 -5.467 9.401 0.004 -0.008 -0.004
Si -19.054 -2.741 9.366 0.007 0 -0.002
Si -16.324 -0.017 9.356 0.003 -0.004 0
Si -13.598 2.725 9.327 0.01 -0.015 0.001
Si -16.337 5.453 9.33 -0.002 0.008 -0.005
Si -13.609 -8.147 9.314 -0.014 0.011 0
Si -16.336 -5.449 9.347 0.007 -0.004 -0.003
Si -13.604 -2.72 9.354 -0.003 0.004 0.007
Si -10.875 0 9.349 0.007 -0.01 -0.002
Si -8.14 2.731 9.368 0 -0.007 -0.003
Si -10.869 5.457 9.334 0 0.001 0.002
Si -8.139 -8.149 9.367 0.005 -0.013 0.003
Si -10.887 -5.436 9.337 -0.008 0.018 -0.008
Si -8.165 -2.731 9.353 -0.011 0.007 0.002
Si -5.417 0 9.404 0.004 -0.006 0.006
Si -2.697 2.726 9.448 -0.009 0.013 -0.002
Si -5.4 5.451 9.412 0.008 -0.011 0.001
Si -2.689 8.146 9.444 0.006 -0.01 0.003
Si -5.43 -5.445 9.397 -0.003 0.016 0.001
Si -2.699 -2.718 9.441 -0.006 0.007 0.002
Si 1.385 -1.364 10.854 0.004 0.01 0
Si 4.086 1.346 10.885 -0.01 0.009 -0.006
Si 1.371 4.077 10.871 -0.002 0.014 0
Si 4.097 6.797 10.894 0.003 -0.004 0.003
Si 1.384 9.522 10.861 0.003 0.002 -0.006
Si 4.1 -4.088 10.888 0.01 0.005 0.003
Si 6.802 -1.373 10.914 0.009 0.002 0.006
Si 9.518 1.333 10.913 0.005 0.001 -0.005
Si 6.802 4.06 10.907 -0.008 0.007 0.002
Si 9.511 6.786 10.905 0.006 -0.004 -0.005
Si 6.814 9.507 10.908 -0.003 -0.004 0.006
Si 9.514 -4.096 10.921 -0.008 -0.003 -0.001
Si 12.229 -1.385 10.92 0.002 -0.001 -0.005
Si 14.944 1.343 10.916 0.006 -0.003 0.001
Si 12.226 4.061 10.908 -0.003 -0.002 -0.003
Si 14.946 6.78 10.918 0.004 0.009 0.001
Si 12.223 9.503 10.919 -0.001 -0.006 0.003
Si 14.943 -4.098 10.913 -0.007 0.015 0.001
Si 17.66 -1.376 10.913 0 -0.002 0.001
Si 20.396 1.354 10.929 -0.001 0 0.003
Si 17.675 4.061 10.924 0.02 0 0
Si 20.399 6.797 10.921 -0.006 0.004 0.003
Si 17.665 9.507 10.91 0.005 0.003 -0.001
Si 20.394 -4.081 10.924 -0.002 0.007 -0.001
Si 23.131 -1.354 10.94 -0.009 -0.002 0.003
Si 25.853 1.369 10.949 -0.005 0.001 0.002
Si 23.138 4.08 10.936 -0.001 -0.006 0.002
Si 25.86 -9.511 10.961 0.004 0.004 0.004
Si 23.126 -6.798 10.944 -0.003 -0.002 0.002
Si 25.851 -4.067 10.946 -0.007 -0.001 -0.005
Si 28.568 -1.348 10.955 0 -0.011 0
Si 31.287 1.384 10.952 0.002 -0.002 -0.002
Si 28.579 4.091 10.967 0.001 0 0
Si 31.29 -9.503 10.955 -0.002 0.012 0.001
Si 28.58 -6.791 10.961 0.003 -0.009 0.006
Si 31.282 -4.072 10.951 0 -0.005 -0.002
Si 33.992 -1.348 10.936 0 -0.004 0.004
Si -28.572 1.373 10.897 0.004 -0.016 0.003
Si -31.279 4.096 10.927 0.005 -0.002 0.002
Si -28.568 -9.519 10.884 -0.003 0.004 -0.007
Si -31.286 -6.798 10.929 -0.008 0.003 -0.001
Si -28.577 -4.077 10.892 0.004 0.008 -0.004
Si -25.854 -1.367 10.847 -0.013 -0.011 0.003
Si -23.14 1.353 10.8 0 -0.01 0.003
Si -25.859 4.083 10.851 -0.001 -0.009 -0.003
Si -23.139 6.793 10.809 -0.002 -0.015 0.005
Si -25.858 9.51 10.843 0.004 0.014 -0.003
Si -23.136 -4.106 10.789 0.011 -0.007 -0.003
Si -20.409 -1.373 10.743 0.005 -0.003 -0.003
Si -17.684 1.35 10.718 0.01 -0.009 -0.002
Si -20.413 4.069 10.758 -0.01 -0.004 -0.002
Si -17.698 -9.529 10.716 -0.011 0.001 0.001
Si -20.426 -6.818 10.762 0.003 0.002 0
Si -17.693 -4.094 10.722 0.006 -0.007 0
Si -14.959 -1.358 10.723 0.003 0.006 0.012
Si -12.241 1.37 10.696 -0.004 0.008 0.002
Si -14.975 4.079 10.682 -0.01 -0.009 -0.003
Si -12.246 -9.51 10.681 0.001 -0.002 -0.004
Si -14.971 -6.809 10.692 0.003 -0.003 0.003
Si -12.237 -4.077 10.707 0.001 0 0.009
Si -9.516 -1.36 10.705 0 0.007 0.004
Si -6.785 1.37 10.737 0.004 -0.002 -0.002
Si -9.514 4.097 10.705 0.006 0.004 -0.004
Si -6.784 -9.507 10.745 0.008 0.014 0.004
Si -9.518 -6.786 10.709 -0.006 0.001 -0.005
Si -6.798 -4.075 10.735 0.002 -0.01 0
Si -4.062 -1.349 10.782 0.001 -0.001 0.002
Si -1.346 1.368 10.827 -0.01 0.001 -0.003
Si -4.058 4.093 10.792 -0.006 0.002 0.011
Si -1.334 6.799 10.825 -0.001 0.002 -0.002
Si -4.063 9.527 10.771 -0.003 0.003 -0.002
Si -1.339 -4.073 10.814 0.002 -0.001 -0.007
Si 2.731 -0.016 12.242 0.007 -0.008 0.002
Si 5.433 2.705 12.259 0.007 -0.01 0.002
Si 2.731 5.436 12.237 0.001 0.011 0.001
Si 5.444 8.157 12.267 0.001 -0.002 0.003
Si 2.728 10.879 12.242 -0.012 -0.02 0.002
Si 5.445 -2.736 12.274 -0.011 -0.001 0.01
Si 8.159 -0.019 12.28 0.001 0.004 0.008
Si 10.866 2.702 12.27 0 0.004 -0.003
Si 8.146 5.432 12.268 -0.004 0.002 0.001
Si 10.852 8.152 12.275 -0.005 0.01 -0.004
Si 8.155 10.869 12.289 0.01 0.004 0
Si 10.866 -2.739 12.286 0.003 -0.007 -0.002
Si 13.587 -0.022 12.273 -0.006 -0.001 -0.004
Si 16.31 2.699 12.275 0.001 0.001 0.003
Si 13.577 5.423 12.274 0.002 0.001 0.001
Si 16.305 8.145 12.27 0.006 -0.006 0.005
Si 13.579 10.865 12.272 0.007 -0.006 -0.004
Si 16.303 -2.741 12.267 0.006 -0.015 -0.004
Si 19.037 -0.023 12.263 0 -0.004 -0.006
Si 21.771 2.717 12.272 -0.005 0 -0.006
Si 19.041 5.427 12.269 0.005 0 0.002
Si 21.769 8.145 12.287 -0.002 0.001 0.003
Si 19.034 10.862 12.263 0.002 0 -0.004
Si 21.768 -2.726 12.278 0.001 -0.002 -0.005
Si 24.499 0.003 12.3 -0.002 0.007 0.001
Si 27.219 2.723 12.314 0 -0.003 -0.002
Si 24.506 5.43 12.3 -0.006 -0.002 0.001
Si 27.225 -8.155 12.317 -0.002 0.006 0.004
Si 24.497 -5.44 12.296 0.004 0.003 0.001
Si 27.218 -2.719 12.311 -0.002 0.003 -0.003
Si 29.93 0.019 12.309 0.001 0.004 -0.003
Si 32.653 2.744 12.308 -0.003 0.006 0.002
Si 29.939 5.457 12.321 0.006 -0.003 -0.002
Si 32.651 -8.15 12.317 0.006 -0.004 0.005
Si 29.945 -5.441 12.323 -0.004 0.008 -0.003
Si 32.639 -2.709 12.304 -0.003 0.003 0.002
Si 35.358 0.018 12.276 -0.002 -0.002 -0.002
Si -27.204 2.733 12.242 -0.004 0.012 0.007
Si -29.914 5.458 12.28 0.009 -0.001 0
Si -27.204 -8.162 12.234 0 -0.007 0.005
Si -29.927 -5.429 12.275 0.003 0 0.002
Si -27.21 -2.713 12.23 0.001 0.003 0.002
Si -24.495 0.008 12.189 0.006 0.004 0.006
Si -21.768 2.715 12.135 0.01 0.002 -0.003
Si -24.487 5.439 12.193 0.005 0.014 -0.001
Si -21.769 8.144 12.154 -0.001 0.003 0.005
Si -24.493 10.871 12.184 -0.013 -0.002 0.008
Si -21.77 -2.726 12.12 0.005 0.004 -0.001
Si -19.047 -0.003 12.09 -0.005 0.011 0.003
Si -16.32 2.716 12.068 -0.001 -0.003 0.003
Si -19.048 5.431 12.1 0.007 -0.003 -0.008
Si -16.331 -8.166 12.058 0.003 0.009 -0.004
Si -19.061 -5.442 12.091 0 0.003 -0.008
Si -16.331 -2.723 12.07 -0.005 -0.005 -0.003
Si -13.6 0.024 12.07 0.013 0 0.006
Si -10.88 2.733 12.052 0.005 -0.009 -0.003
Si -13.608 5.439 12.035 0.001 0.005 -0.004
Si -10.881 -8.16 12.052 -0.002 0.002 0.004
Si -13.607 -5.448 12.042 -0.012 0.001 -0.006
Si -10.884 -2.701 12.066 0.004 -0.007 0
Si -8.152 -0.005 12.065 -0.005 -0.006 -0.006
Si -5.436 2.723 12.117 -0.003 -0.005 0.002
Si -8.156 5.438 12.083 -0.006 -0.012 0.004
Si -5.435 -8.146 12.119 0.003 -0.006 -0.001
Si -8.165 -5.427 12.089 0.004 0.013 0.002
Si -5.435 -2.717 12.108 -0.002 0.01 0.001
Si -2.717 0.008 12.169 0.002 -0.005 0.004
Si 0.001 2.715 12.217 -0.003 -0.011 0.003
Si -2.699 5.442 12.169 0.006 0.002 0.002
Si 0.016 8.16 12.199 -0.009 -0.003 -0.005
Si -2.708 -5.436 12.15 -0.002 0.004 0.007
Si 0.014 -2.721 12.2 -0.005 0.006 -0.001
Si 1.366 1.355 13.583 -0.001 0 0.002
Si 4.081 4.081 13.616 -0.009 0.007 -0.001
Si 1.372 6.809 13.576 -0.001 0.004 -0.006
Si 4.081 9.527 13.62 -0.001 0.002 0.005
Si 1.361 -4.074 13.591 0.003 0.013 0.002
Si 4.074 -1.377 13.627 0.003 0.011 0.01
Si 6.783 1.341 13.624 -0.006 0.01 0
Si 9.491 4.057 13.623 0.009 0.003 -0.002
Si 6.793 6.797 13.637 0.002 -0.004 0.005
Si 9.505 9.51 13.659 0.003 -0.011 0.006
Si 6.797 -4.091 13.656 0.008 -0.005 0.004
Si 9.507 -1.383 13.653 0.005 0.001 0.005
Si 12.226 1.339 13.625 0.005 -0.006 -0.009
Si 14.943 4.062 13.626 0.003 0.003 0.005
Si 12.205 6.789 13.625 -0.009 0.005 -0.005
Si 14.939 9.507 13.623 -0.008 0.003 0.003
Si 12.216 -4.109 13.643 -0.003 -0.001 -0.001
Si 14.942 -1.39 13.628 -0.001 0.006 0
Si 17.68 1.328 13.616 0.014 -0.008 0.001
Si 20.422 4.081 13.621 0.006 -0.002 0.004
Si 17.666 6.774 13.617 0.009 0.002 0.001
Si 20.399 9.51 13.623 -0.01 0.011 0.008
Si 17.667 -4.106 13.612 -0.001 0.01 0.003
Si 20.407 -1.367 13.626 0.001 -0.001 0.004
Si 23.137 1.375 13.637 -0.019 0.005 0.005
Si 25.873 4.087 13.674 0.009 -0.005 0.003
Si 23.141 6.785 13.643 0.01 -0.002 0.007
Si 25.861 -6.796 13.662 -0.003 0.004 0.004
Si 23.134 -4.078 13.638 -0.018 0 0
Si 25.87 -1.348 13.662 0.002 -0.005 0.007
Si 28.58 1.374 13.683 0.001 -0.003 0.003
Si 31.307 4.109 13.681 -0.007 0.005 0.008
Si 28.583 -9.508 13.688 -0.006 0.006 -0.001
Si 31.302 -6.796 13.699 0.006 -0.002 0.004
Si 28.574 -4.09 13.669 0.007 -0.008 0.003
Si 31.286 -1.343 13.666 -0.007 -0.004 0
Si 34.015 1.378 13.659 0.012 -0.014 0.007
Si -28.548 4.092 13.626 -0.005 -0.002 -0.003
Si 34.015 -9.512 13.671 -0.004 0.005 0.001
Si -28.565 -6.808 13.611 0.003 0.01 -0.004
Si 34 -4.072 13.658 -0.004 0.002 0.002
Si 36.722 -1.355 13.613 0.003 -0.002 -0.002
Si -25.84 1.365 13.589 -0.012 -0.007 0.007
Si -23.12 4.058 13.521 -0.007 -0.007 -0.005
Si -25.837 -9.533 13.579 0.005 -0.018 0.002
Si -23.14 9.486 13.525 0.007 0.002 0
Si -25.849 -4.089 13.563 -0.004 0.002 0.001
Si -23.125 -1.377 13.505 0.012 -0.015 -0.001
Si -20.402 1.35 13.473 -0.007 -0.001 0.008
Si -17.691 4.055 13.439 -0.013 -0.001 -0.003
Si -20.405 6.763 13.493 0.013 -0.012 0.007
Si -17.699 -6.816 13.42 -0.009 0.002 -0.001
Si -20.406 -4.081 13.472 0.008 -0.014 -0.003
Si -17.687 -1.365 13.442 0.007 -0.009 0.003
Si -14.951 1.382 13.447 -0.004 0.011 0.01
Si -12.25 4.088 13.407 -0.002 -0.005 0.003
Si -14.973 -9.537 13.402 0 -0.001 0
Si -12.252 -6.805 13.4 0.002 0.002 0.001
Si -14.96 -4.09 13.403 0.018 -0.013 0.013
Si -12.234 -1.329 13.425 -0.006 0.008 0.011
Si -9.516 1.363 13.396 0.015 -0.008 -0.002
Si -6.808 4.076 13.46 0.012 -0.008 0.004
Si -9.527 -9.521 13.424 0.004 0.001 -0.003
Si -6.811 -6.787 13.463 0.004 0.004 0.004
Si -9.514 -4.039 13.431 -0.014 0.009 0.006
Si -6.797 -1.345 13.448 0.005 0.002 0.007
Si -4.093 1.376 13.506 -0.012 0.008 0.001
Si -1.367 4.084 13.563 -0.007 0.021 0.016
Si -4.069 6.826 13.487 -0.01 0.013 0.004
Si -1.347 9.539 13.529 0.012 -0.009 -0.001
Si -4.075 -4.062 13.486 0.003 0.004 0.005
Si -1.351 -1.344 13.536 0 -0.004 0.001
Si -0.002 -0.002 14.932 0.006 0.002 0.001
Si 2.719 2.711 14.959 0.005 0.004 0.005
Si 0.017 5.439 14.914 -0.003 -0.005 0.003
Si 2.712 8.166 14.966 -0.011 -0.007 0.004
Si -0.013 -5.432 14.934 -0.011 -0.02 0.011
Si 2.708 -2.73 14.99 -0.002 -0.01 0.006
Si 5.443 -0.027 14.991 0.006 -0.003 0.004
Si 8.122 2.707 14.99 0.002 -0.005 0.001
Si 5.429 5.442 14.996 0.002 0.012 0.004
Si 8.129 8.164 15.018 -0.002 0.004 -0.001
Si 5.417 10.882 15.014 -0.006 -0.011 0.006
Si 8.155 -2.738 15.036 -0.001 0.001 0.011
Si 10.873 -0.014 14.995 0.011 0.009 0.005
Si 13.591 2.691 14.979 -0.013 -0.005 0.001
Si 10.835 5.429 14.974 0 -0.004 0.003
Si 13.558 8.161 14.975 -0.005 0 0.01
Si 10.864 10.866 15.032 0.011 0.003 0.001
Si 13.582 -2.756 14.989 -0.002 0.001 0
Si 16.324 -0.042 14.97 0.007 -0.008 0.007
Si 19.058 2.701 14.938 0.003 -0.005 -0.002
Si 16.297 5.428 14.985 0.004 0.005 0.009
Si 19.038 8.129 14.956 -0.001 -0.01 -0.006
Si 16.309 10.859 14.976 0.004 0 -0.001
Si 19.042 -2.751 14.951 0.002 -0.009 0.002
Si 21.776 0.005 14.97 0.003 0.003 -0.004
Si 24.502 2.723 15.009 -0.006 -0.009 0
Si 21.795 5.415 15.001 -0.004 0.004 0.005
Si 24.509 8.139 14.998 -0.006 0.002 0.003
Si 21.77 10.869 14.975 0.009 0.003 0.004
Si 24.505 -2.721 14.992 0.002 0.006 -0.006
Si 27.228 0.004 15.043 0.003 0.001 -0.001
Si 29.94 2.754 15.031 0.002 0.002 -0.008
Si 27.231 5.447 15.048 0.005 -0.003 0.005
Si 29.942 -8.161 15.065 -0.006 -0.006 0.009
Si 27.23 -5.461 15.037 0 -0.001 0.003
Si 29.923 -2.714 15.015 0.002 -0.004 -0.005
Si 32.652 0.019 15.021 -0.008 0.007 -0.001
Si 35.379 2.75 15.01 -0.003 0.008 0.007
Si 32.664 5.461 15.06 0.004 -0.003 0.003
Si 35.375 -8.144 15.022 0.005 0 0.006
Si 32.665 -5.429 15.055 0.005 0.018 0.013
Si 35.367 -2.701 14.996 0.004 0.008 0.002
Si 38.073 0.015 14.963 0.002 -0.003 0.008
Si -24.461 2.729 14.933 0.016 0.012 0.002
Si -27.169 5.436 14.979 -0.006 0.004 0.005
Si -24.471 -8.195 14.94 -0.004 0.011 0.01
Si -27.196 -5.45 14.945 0.001 0.008 0.002
Si -24.486 -2.715 14.893 0.004 0.013 0.005
Si -21.759 -0.007 14.838 -0.013 -0.002 -0.003
Si -19.048 2.713 14.834 0.008 0.006 0.006
Si -21.752 5.394 14.879 0.007 -0.006 0
Si -19.023 8.134 14.809 0 0.018 -0.004
Si -21.772 10.872 14.823 0.005 0.003 0
Si -19.047 -2.712 14.825 0 0.004 0.007
Si -16.321 0.005 14.782 -0.01 0.005 0.004
Si -13.58 2.747 14.814 0.009 0.009 0.01
Si -16.316 5.41 14.768 0.001 0.001 0.002
Si -13.61 -8.181 14.751 0.001 -0.002 0.01
Si -16.336 -5.447 14.749 -0.003 -0.008 -0.01
Si -13.609 -2.707 14.745 -0.009 -0.01 0.002
Si -10.86 0.035 14.782 -0.007 0.006 0
Si -8.172 2.685 14.791 -0.016 -0.007 0.011
Si -10.897 5.439 14.775 0.013 0.002 0
Si -8.173 -8.174 14.799 -0.01 -0.002 -0.001
Si -10.896 -5.418 14.731 0.001 0.011 -0.006
Si -8.159 -2.675 14.816 -0.004 0 0.004
Si -5.47 0.014 14.842 0.005 -0.005 0.003
Si -2.762 2.729 14.902 -0.003 -0.02 0.01
Si -5.439 5.446 14.8 -0.005 -0.002 0.001
Si -2.721 8.19 14.865 -0.007 -0.006 -0.001
Si -5.456 -5.412 14.822 -0.005 -0.011 0.009
Si -2.723 -2.703 14.87 0.005 0.012 0.007
O 0.89 3.64 23.078 0.19 0.039 0.492
O 1.238 -1.141 23.272 -0.358 0.149 0.577
O 8.22 -5.455 22.169 0.025 -0.326 0.333
O 4.776 3.094 25.355 -0.311 -0.082 -0.185
O 2.546 5.361 22.047 -0.006 0.041 0.362
O -1.74 -5.405 25.388 -0.425 -0.103 0.294
O 6.109 1.041 24.566 0.012 0.055 0.325
O 4.183 6.94 23.136 0.497 0.239 0.085
O 4.634 0.917 -1.241 -0.006 -0.548 0.074
O 1.643 -6.281 22.968 0.156 0.437 0.047
O 1.828 0.952 24.817 0.349 0.451 0.085
O 5.899 -4.33 -2.353 0.273 0.075 0.009
O 2.69 5.668 25.108 -0.389 -0.203 -0.19
O 5.473 -2.599 22.243 0.155 0.106 0.497
O 7.211 -0.97 23.376 0.432 0.214 0.08
O 9.403 1.183 23.115 -0.474 -0.344 0.039
O 6.708 3.491 23.443 0.087 0.187 0.575
O 17.668 -7.467 -3.589 0.752 0.334 -0.258
O 11.166 -2.576 25.193 -0.209 0.021 0.72
O 12.023 -1.629 23.02 -0.206 -0.623 -0.058
O 13.687 0.081 22.083 -0.259 -0.196 0.376
O 12.864 4.328 23.014 -0.189 -0.471 0.243
O 11.057 2.725 22.076 -0.154 -0.052 0.423
O 15.966 3.106 25.126 -0.373 -0.038 0.075
O 14.334 0.923 -5.488 -0.335 -0.283 0.162
O 21.67 -2.821 22.135 -0.078 -0.077 0.443
O 10.313 2.455 25.405 -0.212 0.252 -0.146
O 18.705 -1.392 22.865 0.415 0.205 -0.057
O 21.662 -3.708 -2.899 0.33 0.039 0.623
O 20.237 1.299 23.148 -0.534 0.106 0.251
O 21.836 2.875 22.05 -0.125 -0.103 0.5
O 12.587 -4.528 24.204 -0.088 -0.054 0.278
O 16.319 8.016 22.142 -0.228 0.14 0.477
O 17.369 3.4 22.942 0.282 0.185 0.04
O 18.206 7.183 24.996 -0.014 -0.34 -0.013
O 26.535 -1.435 -3.34 -0.067 -0.586 0.218
O 18.449 -7.261 23.145 0.215 0.211 0.302
O 20.881 -0.898 24.318 0.581 -0.528 -0.081
O 25.972 5.402 -3.472 -0.435 -0.066 -0.056
O 27.352 0.123 25.78 0.271 -0.091 -0.217
O 28 -1.831 23.018 -0.328 -0.073 0.066
O 23.388 4.707 23.201 -0.47 -0.229 0.288
O 25.334 6.454 23.21 0.248 0.241 0.152
O 19.699 -4.595 22.714 -0.173 -0.111 0.024
O 20.185 7.04 23.118 0.439 -0.117 0.043
O 29.178 1.773 25.103 -0.185 -0.229 0.185
O 31.177 1.824 23.268 0.32 0.008 0.382
O 29.87 4.004 -5.93 -0.327 -0.224 0.497
O 25.143 0.994 23.03 0.206 -0.114 0.14
O 30.752 6.274 22.892 -0.265 -0.331 0.031
O -32.613 8.13 22.236 0.156 -0.108 0.581
O 27.112 8.08 22.247 -0.058 0.035 0.406
O 28.504 -6.513 23.423 -0.112 -0.277 0.552
O 30.04 -4.863 22.367 0.067 -0.031 -0.325
O -31.368 -1.588 23.289 -0.07 0.328 0.37
O -24.352 5.42 22.236 0.168 -0.066 0.533
O -30.919 -6.452 23.265 -0.269 -0.357 0.547
O -29.68 5.613 22.248 0.017 -0.174 0.582
O -20.549 -4.744 -6.166 -0.104 0.474 -0.247
O -15.506 -3.976 24.612 -0.509 -0.344 0.156
O 30.706 -8.052 24.487 -0.271 0.098 -0.377
O -25.013 -2.468 -6.042 -0.478 -0.232 -0.201
O -23.653 -0.255 22.838 0.059 -0.211 -0.137
O -13.632 -0.135 21.945 -0.056 0.036 0.31
O -21.463 2.643 -3.614 -0.057 -0.584 0.234
O 23.032 -7.487 -1.016 0.115 -0.24 -0.061
O -21.551 2.95 25.166 -0.189 0.091 0.334
O -28.807 3.657 24.488 0.232 0.536 0.168
O 24.79 -0.39 25.19 -0.117 0.075 0.577
O -19.009 -5.306 21.749 0.101 0.051 0.094
O -20.664 -6.737 22.966 -0.67 0.038 0.294
O -14.352 4.024 -6.323 -0.287 -0.357 0.069
O -24.077 -5.224 22.208 0.17 0.122 0.073
O -27.283 5.758 -3.484 0.067 -0.28 -0.624
O -20.023 -1.19 22.941 0.063 -0.18 0.227
O -23.275 3.859 -2.314 -0.479 0.664 0.099
O -17.91 0.54 22.649 0.377 -0.42 0.023
O -16.211 2.637 22.095 0.037 0.077 0.407
O -25.339 7.529 -3.392 -0.145 0.24 0.119
O -18.263 -0.821 24.832 0.02 -0.71 0.28
O -18.906 5.513 21.961 0.066 -0.11 0.552
O -16.915 6.953 22.886 0.519 -0.455 0.475
O -18.146 -7.217 23.59 -0.08 0.559 -0.469
O -19.569 5.663 -5.669 -0.453 0.44 0.024
O 16.409 5.472 26.08 -0.302 0.039 -0.248
O -3.352 3.675 -1.49 -0.054 0.4 -0.25
O -27.295 -0.404 25.865 -0.015 -0.225 -0.238
O -17.075 -3.813 22.591 -0.277 0.036 0.464
O -13.326 -0.081 24.844 -0.08 -0.452 -0.387
O -9.341 5.595 22.894 0.14 0.146 0.104
O -17.736 3.768 -5.743 -0.173 -0.465 -0.069
O -17.506 6.082 25.995 -0.188 -0.228 -0.701
O -12.585 6.533 22.724 -0.175 0.216 0.42
O -10.768 -7.914 21.903 0.158 -0.155 0.301
O -15.623 -7.099 22.884 0.111 -0.19 0.622
O -11.767 3.631 -6.403 0.088 -0.472 0.563
O -12.113 -3.984 23.203 -0.228 -0.319 0.299
O -10.694 -1.924 24.426 -0.551 0.302 -0.059
O -6.639 0.883 23.167 -0.622 -0.194 0.546
O -5.479 2.918 22.108 0.049 0.171 0.079
O -1.808 -4.253 23.109 -0.382 -0.413 0.072
O -5.244 7.401 -4.353 -0.035 0.432 0.538
O 28.654 -4.413 -2.679 0.049 0.491 0.105
O -8.609 -5.835 21.647 -0.239 -0.06 -0.124
O -4.691 -0.919 23.171 0.183 -0.543 0.441
O -2.701 0.104 21.996 0.155 0.045 0.339
O -0.857 1.74 22.786 0.232 -0.145 0.326
O -3.881 4.846 22.959 -0.212 0.211 0.319
O -9.54 -4.441 -2.816 0.434 0.088 0.306
O -3.631 -7.928 24.779 -0.08 0.095 -0.404
O -2.513 -3.161 -3.935 0.108 -0.318 0.166
O -5.482 -8.156 21.642 0.112 0.043 -0.095
O -4.329 -6.303 22.96 0.387 0.524 0.158
O -0.147 -2.723 21.918 0.151 -0.113 0.061
O 2.085 -1.345 -3.814 -0.236 0.166 -0.133
O -22.168 6.836 -6.028 0.47 0 0.349
O 4.563 2.392 22.836 0.099 0.62 -0.103
O 4.69 7.19 25.603 0.22 -0.378 -0.146
O 8.853 -4.129 -3.421 -0.041 0.566 0.21
O 4.741 -6.795 -2.681 -0.427 -0.083 -0.285
O 23.547 6.602 25.146 -0.587 -0.137 -0.215
O -21.892 -3.051 22.124 0.074 0.119 0.162
O 16.816 -4.336 -6.489 0.062 0.604 0.047
O 3.22 0.227 22.612 0.23 -0.212 0.208
O 8.059 -5.776 25.023 0.239 -0.204 -0.245
O 17.547 7.09 -5.712 0.247 -0.32 0.268
O 8.004 2.41 -3.824 0.305 0.34 -0.049
O 12.144 6.803 22.95 -0.039 -0.019 -0.696
O 11.32 -7.103 22.867 -0.516 0.299 0.169
O 18.51 -5.297 25.048 -0.251 -0.153 -0.333
O 11.426 6.058 -5.994 0.278 -0.265 -0.007
O 15.064 2.154 22.86 -0.41 0.288 0.157
O 15.111 -1.48 -5.916 0.145 -0.342 0.499
O 14.781 4.117 -2.7 0.413 -0.002 -0.024
O 8.134 7.101 -3.695 -0.217 0.59 0.145
O 20.451 -7.614 24.91 0.003 -0.199 0.741
O -0.804 -2.204 -5.613 -0.092 -0.377 -0.228
O 15.337 -7.41 -2.346 -0.269 0.241 0.479
O 18.41 -0.826 25.34 0.122 -0.056 0.382
O 16.554 -2.708 22.154 0.023 0.134 0.614
O 6.851 4.792 -4.101 -0.191 0.088 0.457
O 16.436 -2.423 -3.253 -0.083 0.278 -0.111
O 4.11 -7.895 -5.59 0.009 0.427 0.07
O 23.897 -1.181 -4.022 0.02 -0.304 0.271
O 21.198 6.482 -0.905 0.178 0.107 -0.276
O -5.193 5.391 -0.586 0.077 -0.041 -0.286
O 26.639 -2.304 25.248 -0.236 -0.197 0.059
O -28.236 1.059 -1.151 0.003 0.208 -0.319
O 25.813 -1.301 -5.81 0.268 -0.385 -0.047
O 29.244 -5.322 -5.059 -0.227 0.451 -0.391
O 7.812 3.034 -0.423 -0.044 0.053 -0.524
O -7.159 -4.81 23.302 0.32 -0.074 0.364
O 24.107 -6.965 -3.219 0.267 -0.189 -0.181
O 18.349 1.982 -3.81 -0.459 0.108 0.779
O 11.148 7.8 25.163 -0.552 0.259 0.179
O 17.489 -6.391 -1.093 0.054 0.711 -0.31
O -31.045 2.449 25.446 -0.288 -0.171 -0.289
O 29.779 6.006 25.409 -0.039 -0.166 -0.165
O 26.276 7.862 -4.242 0.347 0.05 -0.037
O -15.55 -4.523 -2.861 0.366 0.174 0.154
O 26.128 -3.697 23.101 -0.151 0.195 0.302
O 25.648 1.108 -1.479 0.501 -0.669 -0.24
O -29.347 -5.255 25.116 0.39 0.273 0.383
O -22.324 3.996 -5.741 0.184 -0.002 -0.113
O 32.649 -6.922 25.806 0.201 0.323 -0.439
O -4.784 0.409 -3.524 -0.445 0.414 -0.043
O 2.785 -7.572 -0.99 0.26 -0.182 -0.05
O 11.106 0.068 24.823 0.357 0.169 0.594
O -31.558 -2.096 -5.672 -0.003 -0.007 0.548
O -8.776 -1.254 22.791 0.599 0.278 0.055
O 13.438 -5.793 22.099 0.452 0.294 -0.433
O 29.163 -1.38 -3.868 0.047 -0.108 -0.457
O -25.954 7.131 24.905 -0.001 -0.357 -0.203
O -29.231 -2.512 -6.796 0.16 -0.324 -0.53
O 6.831 0.464 -2.563 -0.094 -0.71 0.013
O -6.562 7.408 -1.381 0.443 0.104 -0.379
O -32.371 1.027 -3.15 0.081 0.263 0.131
O -31.398 3.345 -3.788 0.485 -0.063 -0.261
O 31.942 -4.158 -1.2 -0.085 0.08 -0.199
O -17.946 0.666 -6.447 0.295 0.627 -0.362
O -22.168 7.006 22.714 0.451 0.557 0.021
O 17.533 -6.737 -6.091 -0.372 -0.265 -0.305
O -21.571 -0.317 -0.433 -0.088 0.02 -0.613
O 31.194 -1.439 -5.669 -0.306 0.25 -0.109
O -13.698 -5.252 -7.088 -0.206 -0.321 -0.105
O -32.287 -6.543 -1.239 -0.051 -0.171 -0.102
O -15.087 6.523 -6.237 0.472 0.279 -0.169
O -1.587 4.076 23.778 0 -0.264 -0.101
O -18.477 4.827 -3.478 0.012 -0.089 0.385
O -15.717 -3.916 -6.051 0.299 -0.275 0.445
O -18.587 -6.378 -5.437 -0.059 -0.138 -0.064
O 15.444 -7.94 -4.839 -0.375 0.132 -0.314
O 14.457 -3.598 -7.122 -0.702 -0.072 -0.152
O 1.295 4.424 -1.64 -0.189 0.516 -0.37
O -25.832 -7.092 23.214 -0.067 -0.04 0.139
O 13.268 2.496 -3.782 -0.71 0.045 -0.11
O -31.409 -1.008 -1.596 0.491 -0.049 -0.325
O -6.68 6.348 22.88 0.002 -0.586 0.139
O -0.284 -0.25 25.809 -0.573 0.079 -0.351
O -19.635 7.166 -3.39 -0.59 0.185 -0.387
O 19.12 4.448 -4.417 -0.074 0.021 -0.17
O -13.976 -2.324 25.952 0.18 0.028 0.057
O -17.469 -1.909 -6.075 -0.341 0.073 0.185
O -17.004 2.729 -3.345 0.212 0.092 0.316
O -8.88 1.515 -6.15 -0.165 0.213 -0.239
O -12.523 0.935 -4.001 -0.075 0.382 -0.194
O -11.712 -6.607 25.229 -0.576 -0.426 -0.332
O 27.071 5.422 -0.248 -0.023 -0.061 -0.406
O -23.648 5.814 -4.229 -0.279 -0.525 0.098
O 25.262 7.85 -6.726 0.321 -0.302 -0.437
O 6.859 -5.8 -4.073 0.082 -0.589 -0.334
O -9.527 -1.22 -3.699 0.365 -0.103 0.262
O -15.877 4.884 -4.294 0.188 0.063 0.501
O 22.732 0.963 24.192 -0.024 0.58 0.456
O -12.247 8.012 -4.394 -0.068 0.02 -0.177
O 10.953 -5.681 -3.448 0.166 0.061 -0.399
O 28.436 -4.032 24.369 0.107 0.226 0.856
O -26.75 -6.509 -1.152 -0.248 -0.491 -0.149
O -17.676 -3.867 -4.345 -0.421 0.12 0.006
O -11.72 -5.977 -5.528 0.605 0.171 0.055
O -15.067 -2.179 22.747 -0.217 0.062 0.261
O 15.013 -4.282 -4.527 -0.024 -0.388 0.092
O -9.411 4.436 -5.492 -0.207 -0.354 0.479
O -7.362 5.967 -4.901 0.299 -0.169 0.189
O 20.514 6.573 -5.104 -0.434 0.016 -0.347
O -0.801 -6.538 -5.666 -0.484 0.213 0.314
O 6.447 -6.97 23.361 -0.325 -0.456 0.104
O 8.098 5.355 22.269 0.163 0.018 0.374
O -13.392 5.665 -4.449 -0.3 0.058 0.602
O -6.152 -7.801 24.387 -0.349 0.097 0.118
O -9.527 -7.52 -6.717 -0.1 -0.261 0.356
O -4.932 -5.674 25.436 -0.256 -0.002 0.055
O -8.235 -2.3 25.282 -0.072 -0.388 0.271
O -2.68 5.986 25.199 0.098 -0.495 0.621
O -32.359 0.001 -7.113 -0.379 0.284 -0.309
O -3.187 7.361 -6.033 0.32 0.541 0.232
O 3.756 -1.502 -5.762 0.107 0.272 -0.046
O -26.473 6.69 -5.742 -0.322 -0.496 0.008
O 2.322 6.481 -5.685 -0.352 -0.062 0.03
O -0.027 -6.105 -3.237 0.081 0.008 0.028
O -12.268 1.171 -1.437 0.257 -0.544 -0.085
O 24.04 -4.353 -3.96 0.145 0.078 -0.078
O 0.692 -6.311 25.427 0.082 0.468 0.047
O -10.038 5.019 25.306 0.185 -0.408 -0.164
O -24.45 8.104 -6.471 -0.604 0.729 0.307
O 5.859 5.113 -0.411 0.053 -0.053 -0.411
O 5.625 -4.854 24.746 0.178 0.555 0.148
O 9.971 -4.678 -1.149 0.189 -0.464 0.085
O -16.507 -2.126 -2.787 -0.123 0.329 0.298
O -1.876 6.538 22.863 0.018 0.249 0.239
O 19.162 2.763 -0.379 -0.198 0.025 -0.33
O 6.341 6.946 -5.592 0.07 -0.054 0.037
O -4.719 1.172 24.982 0.266 0.118 -0.308
O -25.356 2.835 -1.158 -0.185 -0.443 -0.065
O -14.204 4.395 22.686 0.001 0.156 0.392
O 4.397 -2.458 -3.369 -0.033 -0.322 -0.243
O 6.099 -7.053 26.081 0.379 0.04 0.236
O -28.317 -4.426 -1.387 -0.008 -0.2 -0.396
O 24.5 -2.713 -0.309 -0.211 -0.106 -0.1
O -16.003 5.071 -0.551 -0.036 0.04 -0.469
O -4.629 5.209 -5.584 0.163 -0.288 0.365
O 24.351 -5.443 22.266 0.14 -0.181 0.455
O 15.882 -1.38 24.858 0.152 -0.292 -0.46
O 14.086 6.712 -3.3 -0.674 -0.266 -0.382
O -13.898 2.997 -0.452 0.336 -0.075 -0.497
O -31.763 -6.964 -5.035 -0.324 -0.21 0.333
O 28.682 3.954 -1.486 -0.537 0.361 -0.366
O -17.917 -7.344 -3.115 -0.121 0.31 0.048
O 13.726 -2.3 -3.323 -0.132 0.394 -0.215
O 17.318 7.426 -1.411 0.023 0.01 0.896
O -22.607 -1.491 -6.074 0.278 -0.057 0.214
O 1.153 -5.547 -0.993 0.396 0.387 -0.141
O 14.604 1.744 -1.515 -0.024 -0.341 -0.232
O -9 -0.337 -1.434 0.118 0.215 0.003
O 23.619 -1.19 22.994 0.413 -0.553 0.427
O 15.065 -4.393 23.36 0.374 0.232 0.628
O 16.318 -0.02 -0.483 0.076 0.203 -0.103
O -30.23 -8.034 -0.391 0.069 -0.077 -0.257
O 8.535 0.481 25.315 0.032 0.08 0.543
O -29.78 0.255 25.948 0.162 0.157 -0.116
O -31.451 -4.043 24.21 -0.183 -0.033 0.35
O 1.603 3.996 -6.319 -0.53 0.138 -0.249
O 12.643 3.468 -1.316 -0.36 -0.271 -0.199
O 17.665 3.144 -6.092 0.305 -0.327 -0.318
O -24.584 1.947 -3.612 0.422 0.477 -0.315
O 13.637 7.966 -0.226 -0.101 0.041 -0.203
O -27.751 7.379 22.981 -0.186 0.173 0.351
O -27.134 -5.5 -3.549 0.373 0.298 -0.279
O -23.076 -3.94 -1.399 0.55 0.167 -0.272
O 13.057 -7.249 -3.73 0.018 0.063 -0.24
O -4.325 -6.218 -1.127 -0.058 0.048 -0.133
O -25.811 -1.375 23.327 -0.196 -0.169 0.414
O 23.215 1.222 -2.544 -0.174 0.544 -0.273
O -0.057 -8.122 22.107 0.275 0.099 0.135
O -0.831 3.182 -2.322 0.291 -0.364 0.325
O -0.451 -1.656 -3.086 -0.162 0.344 0.568
O -17.639 6.79 -1.652 -0.001 -0.132 -0.517
O -6.971 4.294 -6.748 -0.266 0.132 -0.412
O -11.204 -6.402 -2.974 0.101 -0.311 0.104
O -28.41 -1.173 -2.512 -0.271 -0.361 0.407
O 26.308 -5.551 -3.159 -0.041 -0.091 0.144
O 25.388 0.81 -4.111 0.239 0.23 -0.429
O 3.742 -3.43 25.938 0.348 -0.235 0.487
O 4.402 0.128 -3.725 -0.103 0.248 -0.201
O 30.726 -3.453 -4.052 0.631 -0.316 -0.347
O 29.767 2.492 -3.444 0.269 0.098 -0.142
O 31.107 4.453 -2.5 0.097 -0.486 -0.115
O -17.893 -4.082 -1.724 0.009 -0.483 -0.324
O 22.252 -6.975 22.972 -0.111 -0.367 0.021
O -14.076 -1.197 -3.434 0.425 -0.501 0.313
O 30.579 2.433 -0.892 -0.374 0.217 -0.147
O -26.232 -0.676 -1.151 0.349 0.113 -0.25
O -27.329 4.494 -1.156 -0.208 -0.011 -0.079
O 29.925 -2.696 -0.336 -0.073 -0.232 -0.594
O -12.922 5.008 24.817 0.059 0.478 0.28
O -7.975 -2.624 -0.512 -0.071 -0.136 -0.436
O 15.062 -4.106 -1.813 0.056 -0.238 -0.34
O 15.148 5.984 -1.008 0.051 -0.457 -0.09
O -28.466 -0.706 -5.107 0.052 0.657 0.287
O 23.373 6.718 -2.395 0.762 -0.413 -0.274
O -17.249 7.772 -5.517 0.061 -0.324 -0.031
O 28.19 -1.083 -1.343 -0.126 0.026 -0.098
O 10.538 0.928 -5.65 -0.107 0.115 0.14
O 21.883 -5.118 -5.139 0.145 -0.212 -0.682
O 10.187 -3.961 23.142 0.137 0.372 0.042
O 31.847 0.212 -0.853 -0.283 -0.466 0.232
O 27.917 -6.441 -1.219 0.038 -0.295 0.046
O -24.541 -2.415 -0.116 -0.034 0.017 -0.09
O -23.249 1.339 -1.459 0.221 -0.214 -0.585
O -28.414 6.815 -1.381 0.424 0.238 -0.343
O 11.483 -1.073 -4.274 0.415 0.077 -0.266
O 31.662 -1.244 -3.055 -0.127 -0.23 0.115
O -2.721 -2.72 -0.448 -0.006 -0.073 -0.699
O -24.303 5.497 -6.743 0.17 -0.702 -0.411
O 8.718 5.695 -5.803 -0.174 -0.279 -0.839
O -27.739 -8.029 -4.098 -0.299 -0.042 0.468
O 9.293 -1.527 -5.839 0.2 -0.001 -0.006
O -12.078 5.602 -1.168 0.087 -0.081 -0.209
O -7.059 -1.701 -5.674 -0.307 0.602 0.085
O -20.557 3.972 23.059 -0.01 -0.38 0.171
O -19.89 1.174 24.124 0.239 0.089 0.004
O -4.724 3.486 25.999 0.251 0.068 -0.425
O -0.713 7.802 -3.915 -0.128 -0.07 0.106
O -22.015 -5.466 -4.186 0.117 0.33 0.421
O 22.793 7.559 -5.792 0.034 -0.123 0.088
O -19.078 2.648 -0.405 0.076 0.026 -0.139
O -7.826 0.739 -3.849 0.396 -0.096 0.056
O 4.151 4.648 -6.083 0.532 0.542 0.135
O -13.614 -6.097 -3.763 0.172 0.307 -0.425
O -5.996 -4.154 -1.31 0.316 0.071 -0.019
O 22.763 -0.861 -0.996 -0.112 0.068 -0.368
O -31.861 -4.973 -3.283 0.171 0.367 -0.069
O -30.714 5.06 25.644 0.552 0.235 0.242
O 19.387 -8.006 -0.112 0.257 0.321 -0.068
O -18.763 0.854 -3.964 -0.353 0.145 0.134
O 1.007 1.381 -5.968 -0.178 -0.196 0.27
O 5.468 2.58 -3.155 -0.542 0.516 0.281
O 15.781 8.062 25.71 -0.031 -0.033 -0.438
O 21.757 -7.995 -3.462 -0.334 0.112 0.23
O -8.718 -7.461 -1.246 -0.051 -0.109 -0.247
O 19.944 -5.554 -3.414 -0.013 -0.434 0.083
O -18.139 -4.322 -6.944 0.268 0.369 -0.361
O 19.157 6.414 -2.843 -0.074 0.551 -0.134
O -24.823 -0.716 -4.061 0.309 -0.135 0.148
O 30.253 -7.332 -6.409 0.149 -0.206 0.288
O 29.829 -0.094 22.231 -0.021 -0.096 0.474
O 18.924 5.244 21.982 -0.053 -0.326 0.497
O -16.007 -6.521 -4.477 0.217 -0.006 -0.455
O 17.874 -2.132 -1.043 0.139 -0.319 0.183
O 11.295 -3.207 -2.84 0.106 -0.054 -0.149
O 3.603 -3.992 23.296 -0.608 -0.286 -0.015
O -2.829 6.193 -3.769 -0.104 -0.156 0.088
O -7.07 -7.746 -5.897 0.479 0.044 -0.604
O 31.234 3.315 25.369 0.49 0.281 -0.079
O -19.515 -7.851 -1.057 0.379 -0.286 0.306
O 1.326 3.058 -3.923 0.295 -0.241 0.266
O -3.445 -3.493 25.024 -0.278 0.635 -0.131
O 29.837 -8.099 -0.408 -0.02 0.158 -0.239
O -19.372 4.41 25.384 0.55 -0.041 0.077
O -8.618 -5.717 -4.985 0.127 -0.466 0.178
O -20.889 4.161 -1.341 0.12 0.339 -0.152
O 7.281 -3.271 -5.264 -0.781 -0.004 0.121
O -1.205 6.485 -1.655 0.427 -0.105 -0.092
O -25.822 0.998 -5.783 -0.025 0.211 -0.107
O -21.612 -6.44 -1.737 0.121 0.127 -0.221
O -26.383 3.883 23.247 -0.087 0.076 0.494
O -29.591 -6.193 -3.863 0.06 -0.096 0.282
O 18.991 -3.127 -3.252 -0.174 0.128 -0.352
O -24.06 -5.851 -2.756 -0.357 -0.227 -0.136
O 25.249 4.571 25.037 0.181 -0.066 -0.003
O 0.01 0.017 -0.366 -0.142 -0.26 -0.427
O 2.825 2.635 -0.514 -0.161 -0.133 -0.535
O -30.954 1.316 -5.35 0.535 0 0.149
O 22.799 4.416 -1.158 -0.118 -0.256 -0.498
O 21.764 -5.474 -0.119 0.011 0.233 -0.077
O -15.249 -0.514 -1.21 0.145 0.327 0.091
O -3.852 -4.552 -5.809 0.051 -0.524 -0.042
O 7.057 -6.596 -1.484 0.668 -0.504 -0.208
O 11.051 5.359 -0.397 0.221 -0.087 -0.059
O 3.886 -3.514 -0.972 -0.477 -0.043 -0.173
O -10.995 5.814 -3.47 0.553 0.136 -0.092
O 10.447 -5.039 25.557 0.39 -0.44 0.326
O -9.558 -4.176 23.927 0.182 -0.127 -0.198
O 32.417 4.684 -6.138 0.026 0.116 0.664
O 1.585 -1.754 -1.326 0.376 -0.051 -0.043
O -27.342 -2.84 22.103 0.243 -0.154 0.164
O -2.65 -8.07 -0.466 0.3 0.039 -0.279
O 9.262 6.83 -1.404 -0.563 0.052 -0.032
O 10.323 3.643 -5.585 -0.144 -0.118 0.291
O -5.877 -3.28 26.052 -0.025 -0.152 0.09
O 8.183 -2.833 -0.393 -0.059 0.214 -0.074
O 29.108 -7.656 -4.102 -0.008 0.418 0.666
O -16.284 -8.102 25.212 0.627 0.513 0.341
O -7.393 -3.638 -3.996 0.061 -0.388 0.47
O 20.487 -7.222 -5.536 -0.124 0.116 -0.55
O -23.376 6.609 -1.724 0.065 -0.391 -0.387
O 6.065 2.828 -5.645 0.431 -0.071 -0.327
O 31.788 6.607 -1.132 0.648 0.068 0.128
O 11.912 -6.853 -1.377 -0.358 0.292 -0.029
O 2.338 8.118 24.613 -0.481 -0.113 -0.136
O -22.687 8.098 24.943 -0.462 0.429 -0.326
O 3.416 2.26 -5.612 0.175 -0.605 0.069
O 12.075 -1.029 -1.642 -0.389 0.753 -0.306
O 13.538 -2.707 -0.351 -0.305 -0.14 -0.305
O -6.591 -1.355 -2.934 -0.652 -0.32 0.047
O 10.634 8.073 -3.257 -0.12 -0.098 -0.108
O 20.929 1.028 -1.245 -0.086 -0.096 -0.411
O 17.772 4.771 -1.235 -0.136 0.055 -0.114
O -7.888 -5.42 25.798 0.255 0.237 0.138
O -11.186 1.337 25.702 -0.066 0.463 -0.056
O -17.664 0.892 -1.519 -0.134 -0.337 -0.063
O -15.827 -0.351 25.72 0.028 0.082 -0.492
O -26.827 0.76 -3.305 -0.352 0.529 -0.39
O -0.279 2.389 25.2 -0.45 0.334 0.529
O -11.84 3.373 -2.804 -0.469 0.062 -0.136
O 27.555 4.908 -6.954 0.057 0.451 0.076
O 15.007 3.452 -5.768 -0.058 0.337 0.274
O -20.334 -0.248 -5.856 0.285 -0.522 0.202
O 24.399 2.773 -0.072 -0.075 0.155 -0.409
O 27.935 0.78 -3.129 -0.294 0.43 0.076
O 25.44 3.998 -5.642 -0.54 0.051 -0.092
O -11.908 -1.671 -4.633 -0.074 -0.367 0.239
O -14.613 -4.819 22.246 0.304 0.044 0.202
O 19.837 -4.122 -1.071 -0.356 0.282 -0.116
O -27.875 1.745 22.935 0.28 -0.039 -0.031
O 1.099 -3.742 -2.955 0.157 -0.072 -0.432
O -29.982 -7.608 -6.899 0.032 -0.308 -0.236
O -8.053 6.761 24.963 0.027 0.283 0.314
O -6.225 -0.79 25.235 0.146 0.204 0.12
O -9.803 -3.311 -5.16 0.065 0.026 -0.677
O 1.493 -2.371 -6.919 -0.14 -0.455 0.07
O -22.184 1.779 22.963 0.337 0.497 0.016
O 30.566 -5.489 24.854 0.338 0.551 0.203
O -13.703 -2.555 -0.514 0.028 0.073 -0.469
O -22.822 -7.979 -3.578 0.112 -0.212 -0.611
O 10.226 5.551 -3.689 0.495 -0.468 0.265
O -26.778 2.178 25.259 0.045 0.143 0.123
O -6.545 -6.422 -2.415 0.048 -0.003 -0.177
O -19.498 -2.365 -0.552 0.133 0.105 -0.471
O 30.822 6.788 -3.568 0.345 0.189 -0.501
O -11.499 4.136 22.653 -0.051 -0.479 -0.092
O -31.708 4.159 -1.266 -0.77 0.06 -0.27
O 21.388 5.094 -3.157 0.319 -0.628 -0.098
O -23.016 -4.113 -6.421 -0.228 -0.192 -0.135
O -21.17 5.183 -3.615 -0.358 0.267 -0.106
O -11.41 -4.054 25.762 0.208 0.345 0.46
O -12.015 -4.072 -1.804 -0.271 0.158 -0.562
O 16.611 0.158 -4.404 -0.393 -0.085 0.196
O -3.719 1.201 -5.84 0.491 0.172 -0.043
O -30.016 -2.757 -0.401 0.052 0.048 -0.125
O -29.937 2.695 -0.192 0.272 0.233 -0.193
O 19.348 -4.86 -5.848 -0.03 0.639 0.113
O 6.882 -1.22 26.038 -0.705 0.163 0.27
O 3.026 7.605 -3.358 -0.436 -0.466 0.261
O -29.546 4.786 -2.642 0.026 -0.163 -0.432
O -27.733 -7.303 25.037 0.053 0.234 0.159
O -27.964 -6.181 -5.972 0.368 0.289 -0.178
O -24.784 -8.076 -0.385 0.198 0.086 -0.048
O 13.341 7.932 -6.68 -0.096 0.164 0.891
O -1.24 -8.063 25.67 0.563 -0.463 0.038
O 32.308 -2.202 25.346 -0.172 -0.104 -0.144
O 13.023 5.903 25.217 0.219 -0.699 0.402
O 20.277 2.406 -5.48 0.494 0.422 0.203
O 27.587 -7.189 -6.187 -0.19 -0.207 -0.583
O 30.942 -5.788 -2.946 -0.291 -0.668 -0.153
O 18.469 -0.599 -2.941 0.547 0.256 0.25
O -4.473 -1.02 -1.33 0.285 0.072 -0.116
O 9.58 7.249 23.135 -0.362 -0.139 0.253
O 19.222 0.077 -5.375 -0.001 -0.723 0.061
O -6.277 1.416 -6.073 0.077 -0.284 -0.307
O 14.677 6.238 23.11 0.065 -0.34 0.22
O -32.015 5.816 -3.163 0.257 0.288 -0.168
O -12.003 1.428 23.167 0.407 0.08 0.364
O 25.96 7.291 -1.59 -0.396 0.455 -0.229
O -13.423 2.486 25.2 -0.642 -0.035 0.118
O 29.323 3.727 23.379 0.323 0.308 0.259
O -31.202 3.848 23.305 -0.723 -0.075 0.001
O 27.359 3.204 -4.095 0.3 0.298 0.171
O -20.09 2.311 -5.75 0.037 0.41 0.08
O -7.459 3.189 -4.509 0.387 0.05 0.504
O -13.464 7.9 -0.696 0.052 0.012 -0.405
O -9.237 -6.681 24.044 0.099 -0.234 -0.406
O 28.194 6.619 -2.874 0.268 -0.596 0.606
O 31.909 2.322 -5.312 -0.216 -0.278 0.075
O 9.227 1.336 -1.645 0.771 -0.012 -0.439
O 12.537 2.587 -6.315 0.056 0.217 -0.18
O 17.059 0.937 23.908 0.381 -0.1 -0.271
O -20.159 7.612 24.482 0.296 -0.653 0.325
O -9.032 0.184 24.901 0.435 0.335 -0.415
O -2.431 -0.507 -4.33 -0.101 0.239 -0.235
O -9.767 4.418 -1.557 0.025 0.352 -0.519
O -26.802 -2.501 -4.114 -0.039 -0.34 -0.032
O -4.969 -2.612 -4.455 0.124 0.437 0.089
O 5.345 -5.498 0.016 -0.081 -0.347 -0.301
O -6.315 0.82 -1.387 -0.339 -0.091 -0.283
O 32.375 6.256 24.884 0.262 -0.14 -0.512
O 21.482 -0.661 -3.211 -0.399 -0.085 -0.247
O 21.903 0.091 -5.589 0.386 0.096 -0.311
O 8.503 -3.266 25.773 -0.27 0.003 -0.405
O 20.526 1.278 25.697 0.005 0.136 -0.114
O -2.149 1.381 -1.1 -0.632 -0.505 -0.154
O 14.091 -6.719 24.463 0.275 -0.469 0.013
O 5.969 -1.872 -1.33 0.038 0.387 -0.192
O 16.558 5.858 -3.256 0.181 0.057 -0.442
O 19.673 -3.05 24.814 0.009 0.049 0.556
O 26.778 2.648 25.952 -0.136 -0.297 -0.095
O -19.651 -6.215 25.402 0.069 0.203 0.081
O 4.691 7.088 -1.506 0.465 -0.302 -0.291
O -10.443 -5.614 -0.607 -0.088 0.212 0.239
O -1.048 -4.366 -1.492 -0.499 0.018 -0.254
O -23.784 -2.057 24.923 0.176 -0.32 -0.09
O 16.524 0.462 -6.91 0.017 0.647 -0.04
O -10.161 1.351 -3.034 0.383 0.177 -0.407
O -29.796 0.097 22.193 0.135 0.041 0.306
O -5.48 6.072 25.234 0.429 -0.162 -0.184
O 24.889 3.123 -3.15 -0.485 0.476 0.248
O 26.593 -4.159 -1.037 -0.107 -0.01 -0.051
O -13.793 -0.297 -5.879 0.089 0.331 -0.085
O 31.798 -3.024 22.893 -0.349 0.229 0.403
O -30.734 -4.603 -5.666 -0.059 -0.084 -0.24
O -11.301 6.177 -6.03 -0.172 0.539 -0.277
O 8.752 -5.413 -5.73 0.144 -0.414 0.157
O -29.456 -2.924 -4.208 -0.166 -0.385 0.398
O -31.687 6.961 -6.236 -0.057 -0.127 0.519
O -22.307 -6.711 -6.4 0.198 -0.116 0.054
O -0.863 -2.837 25.185 0.274 0.093 -0.104
O -16.189 0.316 -3.562 0.211 0.111 -0.635
O 14.779 -6.096 -6.491 0.011 -0.167 0.545
O -15.225 -6.883 -1.839 -0.402 -0.438 -0.25
O -24.272 -3.273 -3.691 0.09 -0.146 -0.286
O -7.815 8.001 -3.537 -0.505 -0.055 -0.052
O 23.044 -7.105 25.401 0.438 0.535 0.181
O 3.219 -5.833 25.07 0.22 -0.148 0.04
O 13.35 -1.116 25.296 0.216 0.497 0.287
O 3.384 -1.108 24.883 0.806 -0.039 -0.307
O -2.797 2.052 -3.565 -0.056 0.43 -0.529
O -29.304 -4.52 22.674 -0.107 -0.013 -0.009
O -0.24 5.258 -3.714 -0.037 -0.086 -0.33
O -10.77 -2.623 21.679 0.047 0.119 0.136
O -24.915 0.32 25.147 0.463 0.401 0
O 1.508 -7.449 -4.979 0.273 0.178 -0.377
O 22.179 -2.55 -5.12 -0.07 -0.033 -0.46
O -4.469 -4.92 -3.318 0.503 -0.268 -0.221
O 27.184 2.583 22.369 -0.312 0.184 0.18
O -25.751 -4.165 -1.763 -0.033 0.063 0.417
O -22.042 0.375 25.3 -0.458 -0.513 -0.175
O -10.504 7.441 24.551 -0.51 -0.137 0.027
O -8.072 2.64 -0.571 0.054 -0.278 -0.074
O 25.272 -6.258 -5.391 -0.046 0.265 -0.481
O -22.475 1.248 -5.634 -0.566 -0.175 0.072
O 21.228 -5.21 24.733 0.43 0.389 0.476
O 28.572 1.394 -5.61 0.282 0.039 -0.159
O -10.059 -0.859 -6.222 0.032 -0.141 0.034
O 28.975 6.409 -5.395 -0.225 0.151 -0.073
O -21.708 5.563 24.841 -0.308 0.036 0.573
O 9.073 -0.066 -3.758 -0.143 -0.322 0.005

Results
total energy: -406614.617 eV
total energy less fixed offsets of O -438.25, Si -107.07 eV per atom: -1.817 eV
